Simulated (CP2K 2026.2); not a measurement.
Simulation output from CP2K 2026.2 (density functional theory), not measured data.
Periodic cell of 1979 atoms, Si1440O539, from a study of silicon, its oxide and their interface. The atomic structure is a simulated model.
Doubt: the forces sum to 2.22 eV/angstrom along one axis rather than to zero, so they err by at least 0.0011 eV/angstrom per atom on average; the grid cutoff is modest.

Settings
functional: PBE
method: Gaussian and plane waves
basis set: DZVP-MOLOPT-SR-GTH
pseudopotentials: GTH-PBE
grid cutoff: 350 Ry, relative cutoff 50 Ry
k points: Gamma only
occupations: fixed
spin: none
net charge: 0

Cell vectors (angstrom)
a	65.28	0	0
b	0	16.32	0
c	1.1611	-1.5292	33.414

Atoms and the computed forces on them: element, x, y, z (angstrom), force x, y, z (eV/angstrom)
Si	1.643	14.906	1.354	-0.228	-0.065	0.736
Si	4.174	1.34	1.406	0.114	-0.077	0.728
Si	1.849	3.193	0.343	-0.04	-0.042	0.005
Si	2.262	6.052	0.432	0.289	0.055	0.55
Si	64.466	6.978	0.657	0.04	-0.072	0.006
Si	3.656	12.59	0.754	-0.034	0.077	0.129
Si	7.096	-0.511	32.38	-0.022	-0.066	0.05
Si	9.702	0.165	0.248	-0.097	0.048	0.025
Si	7.282	3.544	0.315	-0.086	-0.084	-0.069
Si	7.786	6.315	0.402	0.205	-0.096	0.706
Si	6.089	8.744	1.184	-0.352	-0.277	0.432
Si	9.805	11.55	1.658	0.08	-0.238	0.53
Si	12.42	15.24	1.146	0.402	0.238	0.309
Si	15.489	1.016	1.317	0.164	-0.288	0.427
Si	11.473	1.449	33.314	0.05	-0.074	-0.016
Si	15.36	5.976	1.451	0.122	-0.245	0.646
Si	11.468	9.824	1.566	-0.186	-0.065	0.425
Si	14.976	11.863	1.49	-0.148	0.107	0.749
Si	17.006	15.409	1.502	-0.088	0.1	0.075
Si	20.959	1.554	0.89	0.304	0.25	0.499
Si	17.298	4.363	1.457	-0.183	0.254	0.463
Si	20.986	6.154	1.36	0.07	-0.039	0.026
Si	17.291	9.686	1.147	0.271	-0.329	0.609
Si	20.527	12.93	0.557	-0.036	-0.083	0.143
Si	23.681	0.286	0.161	-0.193	-0.015	0.047
Si	26.088	1.914	0.486	0.413	-0.035	0.519
Si	22.832	4.55	1.414	-0.144	0.16	0.452
Si	25.771	7.238	1.147	0.313	-0.427	0.026
Si	23.943	9.872	1.226	0.321	0.24	0.381
Si	28.745	11.98	33.238	-0.038	-0.027	0.008
Si	30.932	13.76	32.311	-0.016	-0.062	-0.036
Si	30.847	0.973	0.633	0.092	-0.027	0.656
Si	29.289	3.631	1.176	-0.262	0.019	0.65
Si	34.12	3.76	32.932	-0.073	0.149	0.033
Si	28.892	9.229	1.291	0.034	0.223	0.651
Si	32.252	11.841	0.636	0.429	0.395	0.263
Si	33.807	13.596	0.862	-0.079	-0.05	-0.158
Si	36.19	1.132	1.675	0.129	-0.09	0.614
Si	33.967	3.257	1.77	-0.131	-0.047	0.524
Si	37.17	6.407	1.093	0.281	0.433	0.53
Si	33.936	9.419	1.569	0.136	0.077	0.726
Si	36.154	12.578	1.372	-0.28	0.205	0.557
Si	39.633	14.814	1.454	-0.005	-0.027	-0.036
Si	42.375	0.927	1.094	-0.438	-0.237	0.482
Si	39.162	4.091	1.555	-0.036	-0.13	0.602
Si	41.634	7.33	1.732	-0.335	0.059	0.501
Si	39.826	8.91	1.53	0.028	-0.015	-0.082
Si	42.353	11.831	1.484	-0.107	-0.044	-0.022
Si	44.516	14.97	1.583	-0.147	-0.139	0.642
Si	47.866	1.489	1.02	0.351	0.192	0.423
Si	45.946	3.9	31.725	-0.082	-0.067	-0.006
Si	47.862	6.828	1.191	0.234	0.384	0.524
Si	44.142	9.986	1.673	-0.09	0.34	0.548
Si	47.741	11.976	1.528	-0.397	0.342	0.11
Si	50.485	14.66	1.499	-0.17	0.352	0.776
Si	53.696	0.952	1.53	-0.012	-0.173	0.116
Si	49.883	4.334	1.151	0.425	-0.323	0.642
Si	53.187	6.432	1.554	0.171	-0.255	0.517
Si	50.087	9.881	1.451	0.03	-0.192	0.617
Si	52.85	12.602	1.447	0.132	-0.289	0.759
Si	55.351	15.535	1.749	-0.24	0.123	0.545
Si	57.849	1.4	1.365	0.214	0.089	0.726
Si	54.922	4.749	1.431	-0.089	0.132	0.138
Si	58.68	5.698	0.591	-0.206	-0.491	0.007
Si	55.289	9.055	0.769	-0.226	-0.235	0.485
Si	58.775	11.261	0.436	-0.476	0.069	0.665
Si	59.928	13.836	0.751	0.16	0.347	0.536
Si	63.313	1.267	0.584	-0.073	-0.029	0.105
Si	60.554	4.376	1.281	0.08	0.023	-0.117
Si	65.496	8.906	31.574	0.024	-0.078	-0.022
Si	60.113	8.489	0.773	0.203	0.03	0.639
Si	63.513	11.81	0.498	0.079	0.115	0.043
Si	2.843	-0.024	2.779	-0.018	-0.001	0.002
Si	5.554	2.654	2.741	-0.42	-0.257	0.284
Si	3.173	6.061	2.667	0.033	0.025	-0.038
Si	4.915	7.751	2.9	-0.014	-0.039	0.007
Si	2.412	10.722	2.992	0.093	0.114	0.721
Si	5.711	13.832	2.684	-0.152	-0.138	0.657
Si	7.951	16.049	2.722	0.148	0.084	0.616
Si	11.587	3.35	2.697	0.197	0.2	0.645
Si	8.671	6.179	2.62	0.014	0.033	0.11
Si	10.552	7.888	2.777	-0.031	-0.048	-0.057
Si	8.08	10.662	2.862	0.209	0.364	0.237
Si	10.85	13.25	2.856	-0.348	-0.102	0.392
Si	13.747	0.093	2.628	0.059	0.035	-0.045
Si	16.388	2.651	2.756	-0.04	0.071	0.008
Si	13.441	5.078	2.753	-0.057	0.022	-0.056
Si	16.298	7.935	2.525	-0.051	-0.025	0.026
Si	13.404	10.65	2.758	0.019	-0.077	-0.01
Si	16.16	13.547	2.684	0.038	-0.092	0.022
Si	18.917	16.195	2.671	-0.307	-0.237	0.393
Si	21.92	2.736	2.632	-0.012	0.043	0.015
Si	19.129	5.333	2.625	-0.033	0.029	0.051
Si	21.779	8.07	2.59	-0.312	-0.476	0.276
Si	18.933	10.832	2.472	-0.289	-0.316	0.356
Si	22.155	13.826	2.949	0.048	0.081	0.519
Si	23.863	15.478	2.864	-0.024	0.119	0.62
Si	27.437	2.595	2.331	-0.012	0.055	-0.041
Si	24.614	5.585	2.508	0.074	0.012	0.04
Si	27.357	8.095	2.672	0.002	0.005	0
Si	24.942	11.116	2.933	-0.021	0.034	-0.104
Si	26.679	12.821	2.818	-0.168	-0.088	0.666
Si	30.674	0.495	2.884	-0.089	-0.102	0.04
Si	32.404	2.206	3.152	0.022	0.055	0.006
Si	30.078	5.291	2.664	0.006	-0.004	-0.069
Si	32.624	8.018	2.839	-0.037	-0.027	-0.035
Si	30.058	10.844	2.583	-0.346	-0.368	0.161
Si	33.458	14.22	3.038	0.006	0.039	0.046
Si	35.085	16.016	3.213	0.001	0.025	-0.061
Si	37.861	2.539	2.814	-0.003	-0.043	0.041
Si	35.124	4.977	2.959	-0.204	-0.227	0.513
Si	38.063	7.944	2.703	-0.046	-0.064	-0.081
Si	35.351	10.858	2.783	-0.027	-0.011	-0.002
Si	37.94	13.628	2.698	0.018	0.007	-0.072
Si	40.866	0.006	2.735	0.119	0.065	-0.045
Si	43.765	3.02	2.847	-0.138	-0.167	0.682
Si	40.725	5.399	2.788	0.017	-0.014	-0.013
Si	43.262	8.314	3.101	0.029	0.016	-0.023
Si	40.693	10.769	2.77	0	-0.021	-0.054
Si	43.326	13.454	2.878	0.104	0.077	-0.039
Si	46.106	16.101	2.856	-0.308	-0.053	0.423
Si	48.968	2.739	2.636	-0.037	0.037	-0.041
Si	45.852	5.324	2.86	0.23	0.076	0.618
Si	48.913	8.243	2.729	-0.013	-0.01	-0.112
Si	46.078	10.868	2.794	0.013	-0.037	-0.019
Si	48.905	13.553	2.855	0.035	-0.008	-0.054
Si	51.728	0.041	2.604	0.013	-0.05	-0.081
Si	54.323	2.844	2.793	-0.003	0.01	0
Si	51.496	5.342	2.646	-0.066	-0.069	0
Si	54.288	8.123	2.659	0.031	-0.046	-0.047
Si	51.682	10.999	2.738	-0.011	0.019	-0.057
Si	54.389	13.709	2.789	-0.017	0.003	-0.005
Si	56.97	0.163	3.094	-0.007	-0.066	-0.007
Si	59.508	2.716	2.542	0.009	-0.033	0.005
Si	57.007	5.481	2.383	-0.039	0.01	0.04
Si	60.456	8.809	3.006	0.004	-0.02	-0.023
Si	57.307	11.034	2.363	0.467	0.231	0.271
Si	60.335	14.324	2.958	-0.011	0.047	-0.077
Si	62.019	16.046	2.859	-0.073	-0.172	0.526
Si	65.269	2.732	2.686	-0.02	0.04	0.636
Si	62.411	5.391	2.473	-0.332	-0.121	0.431
Si	0.18	8.638	2.948	-0.004	-0.229	0.702
Si	62.127	10.568	2.981	-0.177	-0.085	0.576
Si	65.204	13.713	2.517	0.354	0.328	0.35
Si	1.38	1.371	4.021	-0.002	-0.004	-0.01
Si	4.14	4.188	3.899	-0.039	0.013	-0.016
Si	1.4	6.921	4.041	-0.004	0.012	-0.041
Si	3.988	9.481	4.202	-0.019	0.038	-0.036
Si	1.19	12.37	4.098	-0.001	0.006	-0.039
Si	4.171	14.953	4.107	0.028	-0.049	0.021
Si	6.854	1.304	4.113	0.019	-0.039	-0.045
Si	9.649	4.272	3.813	-0.048	0.026	-0.131
Si	6.825	6.855	4.046	-0.058	-0.036	-0.059
Si	9.496	9.413	4.255	0.054	0.016	-0.075
Si	6.785	12.211	4.033	-0.03	0.023	0.002
Si	9.561	14.876	3.99	0.013	0.008	-0.028
Si	12.354	1.459	3.962	-0.03	0.036	-0.055
Si	14.969	3.95	4.131	0.008	-0.014	0.01
Si	12.255	6.739	3.995	-0.051	-0.069	0.001
Si	14.936	9.314	3.948	0.048	0.038	0.024
Si	12.272	12.075	4.252	-0.036	-0.007	-0.014
Si	14.884	14.913	4.073	-0.02	0.011	-0.023
Si	17.767	1.331	4.109	0.018	-0.056	-0.052
Si	20.418	3.929	4.013	-0.027	0.013	-0.077
Si	17.777	6.761	3.957	-0.001	-0.016	-0.011
Si	20.326	9.433	3.87	0.017	0.035	-0.023
Si	17.66	12.204	3.946	0.002	-0.005	-0.016
Si	20.349	14.873	4.037	0.001	0.015	0.009
Si	23.146	1.189	3.928	0.042	-0.058	-0.033
Si	25.98	4.004	3.734	0.002	0.005	-0.057
Si	23.221	6.793	3.995	-0.036	0.027	-0.079
Si	26.015	9.417	4.126	0.006	-0.001	0.032
Si	23.207	12.119	4.154	0.017	0.007	0.027
Si	25.795	14.705	3.976	0.045	0.014	-0.088
Si	28.664	1.283	3.913	0.042	0.023	-0.031
Si	31.322	3.995	4.192	0.017	0.016	0.052
Si	28.628	6.623	3.997	0.003	0.041	0.021
Si	31.313	9.493	4.097	-0.01	0.01	-0.008
Si	28.598	12.067	4.009	-0.022	0.035	-0.06
Si	31.496	14.976	4.083	-0.015	0.006	-0.028
Si	33.992	1.247	4.535	0.013	-0.039	0.058
Si	36.706	3.935	4.307	-0.006	-0.014	-0.042
Si	33.958	6.622	4.173	-0.017	-0.045	-0.026
Si	36.735	9.413	4.043	0.004	0.017	-0.055
Si	34.132	12.263	4.23	-0.003	0.02	-0.022
Si	36.799	14.911	4.304	0.006	0.048	0.085
Si	39.447	1.342	4.091	-0.018	0.015	0.001
Si	42.144	4.119	4.157	0.039	-0.038	0.001
Si	39.371	6.7	4.217	0.005	0.032	-0.015
Si	41.951	9.628	4.42	-0.091	0.029	0.009
Si	39.289	12.185	4.038	-0.006	-0.028	0
Si	42.086	14.944	4.186	-0.005	0.028	0.027
Si	44.931	1.4	4.117	0.016	0	0.007
Si	47.542	4.091	4.025	-0.021	0.009	-0.043
Si	44.726	6.861	4.236	0.064	-0.041	-0.044
Si	47.473	9.493	4.121	-0.021	0.01	0.011
Si	44.841	12.269	4.227	-0.004	0.004	-0.033
Si	47.549	14.894	4.228	0.004	-0.023	-0.007
Si	50.36	1.409	4	-0.033	-0.02	-0.042
Si	52.87	4.086	4.116	0.007	0.057	-0.057
Si	50.279	6.843	4.035	0.029	-0.035	-0.026
Si	53.038	9.583	4.014	-0.005	0.001	0.005
Si	50.316	12.254	4.195	-0.011	0.045	0.043
Si	52.994	15.041	4.141	0.002	0.114	-0.045
Si	55.683	1.637	4.304	-0.016	0.043	-0.058
Si	58.29	4.162	3.951	-0.027	0.028	-0.067
Si	55.84	6.912	3.928	0.045	-0.014	-0.026
Si	58.526	9.713	3.985	-0.079	0.066	-0.047
Si	55.908	12.317	3.913	0.018	-0.024	-0.064
Si	58.505	15.132	4.195	0.019	-0.033	0.036
Si	60.987	1.48	4.013	-0.031	-0.026	-0.013
Si	63.836	4.137	3.944	0.042	0.016	-0.022
Si	61.343	6.903	4.015	0.047	-0.054	-0.026
Si	63.877	9.683	4.296	-0.013	-0.025	-0.049
Si	61.181	12.418	4.113	-0.014	-0.002	-0.004
Si	63.857	15.033	3.982	-0.015	-0.028	-0.025
Si	65.252	0.043	5.361	0.001	0.011	0.019
Si	2.744	2.813	5.299	0.041	0.006	-0.013
Si	65.256	5.502	5.306	-0.042	0.009	0.012
Si	2.65	8.182	5.581	0.006	-0.006	0.018
Si	65.217	11.054	5.592	0.043	0.044	0.015
Si	2.692	13.646	5.402	0.019	-0.009	0.025
Si	5.47	0.008	5.492	0.017	-0.023	0.004
Si	8.286	2.797	5.237	0.03	0.019	0
Si	5.513	5.416	5.381	-0.006	0.012	0.001
Si	8.057	8.155	5.558	0.031	-0.027	-0.005
Si	5.402	10.896	5.426	-0.033	0.041	0.049
Si	8.188	13.55	5.402	-0.002	-0.022	0.006
Si	10.925	0.024	5.26	-0.013	0.027	0.053
Si	13.657	2.623	5.512	-0.054	0.021	0.023
Si	10.897	5.444	5.415	0.044	0.047	0.059
Si	13.609	8.052	5.385	-0.009	-0.01	0.012
Si	10.871	10.774	5.55	0.001	0.006	0.098
Si	13.583	13.562	5.474	0.004	0.002	0.003
Si	16.344	-0.082	5.385	0.009	-0.023	-0.027
Si	19.101	2.656	5.468	0.01	0.012	0.012
Si	16.391	5.387	5.331	0.012	-0.008	-0.007
Si	19.06	8.112	5.352	0.004	0.021	0.013
Si	16.293	10.782	5.264	-0.005	-0.035	-0.002
Si	19.03	13.481	5.377	0.014	-0.019	-0.023
Si	21.721	-0.044	5.378	0.036	-0.016	-0.05
Si	24.601	2.598	5.166	-0.024	0.047	-0.03
Si	21.822	5.359	5.287	-0.05	-0.022	-0.024
Si	24.551	8.093	5.402	0.018	0.02	0.024
Si	21.748	10.715	5.306	-0.063	-0.007	0.031
Si	24.525	13.476	5.531	-0.048	-0.01	0.004
Si	27.255	-0.154	5.215	0.01	-0.041	-0.037
Si	29.854	2.667	5.459	-0.01	-0.052	-0.062
Si	27.219	5.298	5.318	-0.03	-0.011	0.015
Si	29.945	8.056	5.395	0.023	-0.021	-0.029
Si	27.357	10.733	5.505	-0.03	0.005	0.012
Si	29.985	13.54	5.284	-0.002	-0.012	-0.001
Si	32.629	-0.139	5.757	-0.024	0.006	-0.033
Si	35.379	2.658	5.716	-0.006	0.026	0.043
Si	32.643	5.329	5.583	-0.038	-0.023	0.047
Si	35.352	8.069	5.432	0.005	0.002	-0.014
Si	32.667	10.87	5.464	-0.004	0.008	-0.021
Si	35.492	13.505	5.665	-0.003	-0.03	-0.044
Si	38.158	0.002	5.56	-0.008	-0.027	-0.018
Si	40.784	2.716	5.475	0.031	-0.032	-0.005
Si	38.054	5.358	5.594	0.012	-0.003	0.005
Si	40.677	8.104	5.623	-0.021	-0.018	-0.01
Si	38.051	10.782	5.477	0.01	-0.014	0.003
Si	40.689	13.554	5.47	-0.017	0.008	-0.036
Si	43.525	0.008	5.466	-0.014	0	-0.007
Si	46.267	2.747	5.499	-0.023	0.033	0.007
Si	43.439	5.464	5.586	-0.05	0.004	0.03
Si	46.172	8.163	5.54	0.031	-0.003	0.009
Si	43.469	10.937	5.618	0.005	0.017	-0.023
Si	46.203	13.583	5.605	-0.006	-0.009	0.004
Si	48.977	0.037	5.41	0.016	0.048	-0.009
Si	51.599	2.739	5.511	-0.037	-0.025	0.034
Si	48.901	5.485	5.401	-0.008	-0.035	-0.011
Si	51.67	8.211	5.391	0.015	-0.028	-0.025
Si	48.892	10.866	5.466	0.01	0.013	-0.02
Si	51.663	13.665	5.509	-0.022	-0.05	-0.01
Si	54.326	0.125	5.499	-0.036	0.026	-0.015
Si	57.106	2.928	5.567	0.057	-0.072	0.041
Si	54.383	5.535	5.312	0.057	-0.022	-0.072
Si	57.176	8.276	5.326	-0.025	0.008	-0.008
Si	54.481	10.955	5.308	0.007	0.007	-0.007
Si	57.145	13.663	5.419	-0.005	0.009	-0.002
Si	59.779	0.19	5.56	0.012	-0.009	0.016
Si	62.476	2.789	5.326	0.026	-0.004	-0.001
Si	59.806	5.532	5.253	-0.021	-0.008	-0.064
Si	62.614	8.173	5.539	-0.041	-0.021	0.018
Si	59.778	11.071	5.455	-0.012	-0.021	-0.001
Si	62.597	13.687	5.478	0.025	0.005	-0.025
Si	1.326	14.97	17.668	-0.015	-0.031	0.022
Si	4.103	1.382	17.599	-0.01	0.03	-0.006
Si	1.365	4.103	17.62	-0.004	0.008	-0.01
Si	4.135	6.866	17.581	0.038	0.018	0.002
Si	1.382	9.617	17.578	-0.013	0.021	-0.037
Si	4.111	12.263	17.643	0.022	0.001	-0.003
Si	6.867	14.976	17.635	0.011	0.013	-0.009
Si	9.536	1.326	17.578	-0.009	-0.012	-0.028
Si	6.83	4.053	17.557	0	-0.033	-0.008
Si	9.589	6.765	17.617	0.018	0.002	-0.009
Si	6.822	9.547	17.67	-0.013	-0.008	-0.018
Si	9.587	12.243	17.699	0.003	0.015	-0.014
Si	12.219	14.843	17.633	-0.031	-0.03	0.011
Si	14.989	1.268	17.592	0.005	0.031	-0.001
Si	12.282	4.023	17.579	0.004	0.007	-0.028
Si	14.961	6.726	17.59	-0.006	-0.011	-0.004
Si	12.278	9.456	17.66	0.016	-0.007	0.012
Si	14.956	12.097	17.589	-0.002	-0.022	-0.007
Si	17.677	14.811	17.542	0.005	-0.005	-0.01
Si	20.386	1.21	17.519	0	-0.009	-0.014
Si	17.648	3.932	17.538	-0.013	-0.01	0.001
Si	20.409	6.666	17.541	0.01	0.01	-0.005
Si	17.671	9.37	17.529	-0.007	0.003	-0.003
Si	20.362	12.072	17.519	0.007	-0.003	-0.003
Si	23.128	14.818	17.538	0.003	-0.009	-0.016
Si	25.846	1.238	17.638	-0.006	0.033	0.001
Si	23.106	3.956	17.574	-0.005	0.034	-0.006
Si	25.798	6.663	17.651	-0.017	0.017	0.007
Si	23.067	9.347	17.58	-0.027	-0.004	-0.01
Si	25.801	12.133	17.59	-0.014	0.006	-0.02
Si	28.511	14.843	17.683	-0.006	0.022	0.006
Si	31.199	1.275	17.721	0.006	0.001	0.005
Si	28.485	3.962	17.728	-0.016	-0.024	0.018
Si	31.264	6.738	17.74	0.024	0.014	-0.002
Si	28.524	9.403	17.676	0.001	0.01	-0.01
Si	31.227	12.148	17.766	0.023	0.002	0.015
Si	33.905	14.883	17.748	-0.018	-0.021	0.002
Si	36.706	1.404	17.734	0.009	0.016	0.007
Si	33.961	4.087	17.749	-0.01	0.005	-0.011
Si	36.729	6.804	17.837	0.022	0.016	0.013
Si	33.928	9.46	17.801	0.001	-0.009	0.005
Si	36.663	12.212	17.745	-0.004	0.022	0.006
Si	39.425	15.022	17.706	-0.009	-0.015	-0.011
Si	42.153	1.464	17.806	0.02	-0.004	0.02
Si	39.416	4.113	17.823	-0.012	-0.015	0.016
Si	42.137	6.801	17.686	0.013	-0.005	-0.007
Si	39.359	9.519	17.737	-0.023	-0.026	0.007
Si	42.132	12.322	17.684	0.004	0.038	-0.024
Si	44.884	15.1	17.727	0.019	-0.016	0.002
Si	47.616	1.4	17.756	-0.003	-0.009	0.003
Si	44.877	4.084	17.725	-0.015	-0.002	-0.005
Si	47.641	6.868	17.648	0.001	0.008	-0.006
Si	44.907	9.592	17.625	-0.006	0.006	-0.02
Si	47.668	12.366	17.647	0.014	-0.023	-0.01
Si	50.357	15.034	17.783	0.007	-0.005	-0.005
Si	53.065	1.409	17.754	0.006	0.006	0.001
Si	50.384	4.154	17.7	0.014	0.017	-0.003
Si	53.09	6.853	17.708	-0.003	0.007	0
Si	50.336	9.624	17.638	0.01	0.012	0.002
Si	53.042	12.321	17.769	-0.016	0.02	-0.005
Si	55.767	14.977	17.756	0.013	-0.005	-0.003
Si	58.505	1.419	17.772	-0.006	0.001	0
Si	55.821	4.153	17.765	-0.002	0.009	-0.011
Si	58.498	6.891	17.757	0.018	0.003	0.016
Si	55.783	9.608	17.796	-0.003	-0.002	-0.001
Si	58.442	12.287	17.805	0.006	0.011	0.005
Si	61.202	15.012	17.777	0.01	-0.005	0.002
Si	63.903	1.393	17.68	-0.012	0.01	0.017
Si	61.201	4.121	17.692	-0.005	-0.023	-0.002
Si	63.915	6.836	17.598	0.023	-0.026	-0.02
Si	61.163	9.586	17.726	-0.005	-0.017	-0.006
Si	63.913	12.331	17.72	0.023	-0.008	-0.007
Si	2.675	0.081	18.929	-0.004	0.024	0.002
Si	5.535	2.674	18.946	0.013	0.016	0.002
Si	2.814	5.453	18.878	-0.027	-0.041	0.014
Si	5.412	8.235	19.034	-0.038	-0.016	-0.013
Si	2.712	10.942	19.003	0.01	-0.007	0.017
Si	5.497	13.631	18.968	-0.01	0.002	0.011
Si	8.245	-0.004	19.017	0.003	0.003	-0.014
Si	10.902	2.676	18.903	-0.009	-0.011	-0.006
Si	8.168	5.417	18.9	-0.009	0.009	0.017
Si	10.995	8.039	19.029	-0.014	-0.013	0
Si	8.211	10.894	19.024	-0.018	-0.012	-0.002
Si	10.926	13.559	19.168	0.004	0.013	-0.001
Si	13.623	-0.124	18.896	0.009	0.02	-0.004
Si	16.322	2.625	18.991	0.007	-0.014	-0.018
Si	13.648	5.344	18.963	-0.006	0.006	-0.005
Si	16.27	8.125	18.943	0.006	0.022	0.042
Si	13.616	10.815	19.056	-0.027	-0.006	-0.007
Si	16.376	13.392	18.898	0.022	0.035	0.02
Si	19.002	-0.116	18.871	-0.004	-0.02	0.007
Si	21.786	2.513	18.86	-0.023	-0.015	0.012
Si	19.045	5.274	18.819	-0.015	-0.014	0.011
Si	21.739	7.967	18.984	0.011	-0.004	-0.006
Si	19.102	10.612	18.884	0.047	0.02	-0.025
Si	21.687	13.489	18.81	-0.01	0.006	0.009
Si	24.519	-0.2	18.924	0.016	-0.027	-0.019
Si	27.142	2.559	19.108	0.017	-0.02	0.043
Si	24.384	5.333	18.994	-0.013	-0.009	-0.012
Si	27.173	8.015	19.007	0.018	-0.021	0.01
Si	24.417	10.746	18.865	0.002	0	0.002
Si	27.116	13.479	19.008	-0.006	0.005	0.018
Si	29.855	-0.135	19.077	0.011	-0.01	0.009
Si	32.533	2.72	19.018	0.015	0.003	-0.029
Si	29.84	5.393	19.028	-0.006	0.021	-0.027
Si	32.604	8.057	19.194	0.019	0.009	0.023
Si	29.862	10.735	19.083	0.014	-0.009	0.011
Si	32.562	13.509	19.177	-0.003	0.013	-0.022
Si	35.288	0.013	18.966	0.01	0	-0.032
Si	38.021	2.761	19.192	0	0.001	-0.023
Si	35.346	5.421	19.153	0.001	-0.001	-0.024
Si	38.062	8.207	19.239	-0.017	-0.016	0.026
Si	35.285	10.86	19.125	-0.008	0.003	-0.03
Si	38.066	13.624	19.005	0.002	0.005	-0.035
Si	40.707	0.123	19.098	-0.064	-0.036	-0.016
Si	43.55	2.792	19.216	0.01	0.005	0.012
Si	40.835	5.474	19.147	-0.003	0.02	0.021
Si	43.491	8.244	18.92	0.006	-0.003	-0.017
Si	40.735	10.937	18.976	0.006	0.009	-0.013
Si	43.44	13.775	19.002	-0.004	-0.005	0.014
Si	46.242	0.086	19.179	-0.017	0.006	0.003
Si	49.043	2.767	19.026	0.011	0.003	0.007
Si	46.285	5.478	18.959	0.021	-0.012	0.004
Si	49.013	8.246	18.976	-0.004	0.004	-0.001
Si	46.334	10.954	18.908	0.012	-0.013	0.01
Si	48.925	13.725	19.128	-0.037	0.023	0.01
Si	51.775	0.009	19.169	-0.011	0.013	0.026
Si	54.411	2.811	19.085	-0.002	0.009	0.007
Si	51.729	5.522	19.086	-0.002	-0.008	-0.012
Si	54.424	8.201	19.096	-0.022	-0.031	0.006
Si	51.578	11.012	19.065	0.014	0.012	0.037
Si	54.439	13.615	19.178	0.001	-0.009	-0.017
Si	57.136	0.013	19.09	0.002	-0.016	-0.008
Si	59.888	2.785	19.134	0.03	0.05	0.024
Si	57.191	5.519	19.151	0.002	-0.013	0.036
Si	59.82	8.26	19.159	-0.023	-0.014	0.013
Si	57.095	10.952	19.257	-0.006	-0.021	0.012
Si	59.822	13.645	19.143	-0.024	-0.004	0.014
Si	62.595	0.053	19.128	0.018	0.008	-0.01
Si	65.255	2.777	19.004	0.019	0.001	0.01
Si	62.572	5.502	18.997	0.042	0.002	0.008
Si	65.307	8.225	18.852	-0.01	0.011	0.01
Si	62.535	10.958	19.043	-0.019	0.036	0.019
Si	65.278	13.653	19.143	-0.035	0.018	-0.001
Si	1.32	1.408	20.351	-0.034	0.003	-0.009
Si	4.164	4.054	20.219	-0.003	0.013	-0.044
Si	1.456	6.886	20.108	-0.013	-0.005	0.003
Si	4.004	9.609	20.433	0.028	-0.043	-0.033
Si	1.399	12.257	20.459	0.025	0.009	-0.009
Si	4.073	15.052	20.19	0.039	-0.019	0.03
Si	6.897	1.349	20.377	-0.032	-0.021	0.005
Si	9.546	4.069	20.232	0.048	-0.015	0.005
Si	6.798	6.773	20.247	-0.029	0.025	-0.037
Si	9.617	9.459	20.277	-0.008	0.016	-0.029
Si	6.853	12.299	20.385	0.039	0.066	0.097
Si	9.571	15.021	20.494	0.008	-0.045	0.052
Si	12.248	1.259	20.205	-0.011	-0.001	0.017
Si	14.958	3.993	20.368	0	-0.008	-0.028
Si	12.393	6.659	20.439	-0.035	0.046	0.013
Si	14.92	9.432	20.455	0.045	-0.008	0.036
Si	12.366	12.192	20.536	0.003	0.007	0.023
Si	15.014	14.798	20.182	-0.035	-0.04	0.049
Si	17.703	1.23	20.291	0.021	0.012	-0.041
Si	20.403	3.876	20.133	-0.004	0.013	0.005
Si	17.679	6.675	20.092	0.01	-0.029	0.003
Si	20.401	9.285	20.38	-0.028	0.047	0.02
Si	17.717	11.906	20.185	-0.041	-0.036	0.023
Si	20.344	14.828	20.186	0.021	-0.021	-0.023
Si	23.129	1.112	20.215	-0.032	0.007	0.016
Si	25.685	3.959	20.348	0.003	-0.033	-0.033
Si	23.028	6.634	20.444	0.008	-0.025	0.01
Si	25.724	9.366	20.227	-0.05	-0.004	0.014
Si	22.986	12.092	20.122	-0.014	-0.018	-0.011
Si	25.788	14.812	20.43	0.016	0.02	0.022
Si	28.489	1.13	20.5	-0.033	-0.005	-0.004
Si	31.142	4.039	20.388	-0.002	-0.015	0.04
Si	28.535	6.719	20.458	0.017	0.022	0.006
Si	31.175	9.386	20.528	-0.008	0.017	-0.011
Si	28.414	12.076	20.351	0.008	-0.014	-0.017
Si	31.149	14.843	20.526	-0.012	0.005	-0.004
Si	33.917	1.363	20.29	-0.002	-0.034	0.006
Si	36.638	4.082	20.593	0.007	-0.029	0.001
Si	34.055	6.754	20.581	-0.01	0.07	0.012
Si	36.596	9.578	20.577	0.025	-0.053	-0.009
Si	33.946	12.16	20.557	0	-0.001	0.002
Si	36.68	15.008	20.269	-0.012	-0.008	0
Si	39.381	1.435	20.578	0.02	-0.005	-0.004
Si	42.21	4.185	20.594	0.004	0.021	-0.024
Si	39.547	6.859	20.542	-0.002	0.024	-0.021
Si	42.114	9.589	20.266	-0.025	-0.014	-0.011
Si	39.408	12.274	20.371	0.023	0.025	0.042
Si	42.064	15.126	20.437	0.078	-0.016	0.052
Si	44.91	1.423	20.615	0	0.033	0.011
Si	47.67	4.144	20.319	-0.012	-0.002	-0.045
Si	44.897	6.901	20.181	0	-0.019	-0.044
Si	47.699	9.635	20.312	-0.005	0.037	-0.026
Si	44.95	12.387	20.091	0.022	0.039	-0.025
Si	47.585	15.06	20.582	0.034	-0.015	0.014
Si	50.401	1.436	20.426	0.019	0.054	-0.034
Si	53.104	4.203	20.483	0.009	-0.031	0.028
Si	50.343	6.919	20.38	0.003	-0.017	-0.05
Si	52.939	9.578	20.289	-0.015	-0.045	-0.003
Si	50.22	12.368	20.52	0	-0.035	-0.012
Si	53.127	14.933	20.6	-0.014	-0.008	-0.007
Si	55.739	1.376	20.372	-0.014	-0.029	-0.003
Si	58.612	4.2	20.538	0.033	0.041	0.03
Si	55.799	6.863	20.516	0.014	0.031	-0.003
Si	58.453	9.576	20.628	0.016	-0.028	0.01
Si	55.703	12.283	20.685	0.009	0.035	0.031
Si	58.467	15.008	20.529	0.035	-0.039	-0.045
Si	61.262	1.424	20.512	0.001	-0.021	-0.003
Si	63.909	4.151	20.374	0.004	-0.061	-0.032
Si	61.277	6.87	20.388	0.002	0.033	-0.021
Si	63.964	9.544	20.237	-0.041	-0.019	-0.035
Si	61.179	12.263	20.493	-0.008	-0.02	0.006
Si	63.954	15.057	20.552	0.039	0.006	-0.028
Si	65.325	0.154	21.924	-0.022	-0.004	0.062
Si	2.77	2.767	21.572	-0.006	-0.033	0.005
Si	65.407	5.581	21.453	0.014	0.028	0.01
Si	2.627	8.14	21.703	-0.011	0.037	0.088
Si	65.316	10.747	21.696	0.017	0.017	0.108
Si	2.759	13.794	21.654	-0.033	-0.013	0.02
Si	5.417	0.008	21.623	-0.012	0.052	0.011
Si	8.325	2.709	21.681	-0.017	-0.032	0.062
Si	5.47	5.407	21.603	-0.004	0.053	0.045
Si	8.196	8.098	21.549	-0.048	-0.012	0.009
Si	5.346	11.06	21.725	-0.037	-0.01	-0.023
Si	8.1	13.763	21.858	-0.362	0.237	-0.334
Si	11.077	0.005	21.825	-0.018	-0.027	0.049
Si	13.536	2.58	21.612	0.014	0.062	0.05
Si	10.917	5.301	21.684	0.013	-0.003	0.01
Si	13.776	7.931	21.943	0.069	-0.031	0.009
Si	11.08	10.615	21.736	-0.027	-0.019	0.084
Si	13.871	13.569	21.835	-0.006	-0.026	0.092
Si	16.323	-0.169	21.544	-0.024	0.062	0.066
Si	19.133	2.558	21.585	0.034	-0.054	0.067
Si	16.405	5.411	21.559	-0.024	0.03	0.017
Si	18.992	7.828	21.619	0.029	-0.004	0.034
Si	16.416	10.715	21.773	-0.023	0.022	0.053
Si	19.074	13.298	21.414	0.052	0.014	0
Si	21.711	-0.182	21.569	0.002	0.005	0.032
Si	24.37	2.479	21.649	0.035	0.026	0.041
Si	21.645	5.114	21.665	0.025	-0.009	0.092
Si	24.382	8.124	21.702	0.009	0.035	0.059
Si	21.792	10.738	21.62	-0.032	-0.006	0.052
Si	24.252	13.417	21.536	-0.022	0.003	0.051
Si	27.142	-0.263	21.964	0.028	-0.009	0.037
Si	29.834	2.605	21.767	-0.03	-0.004	-0.001
Si	27.071	5.324	21.66	-0.007	-0.026	0.037
Si	29.816	8.075	21.999	-0.003	-0.004	0.02
Si	26.984	10.736	21.631	0.001	0.009	0.039
Si	29.707	13.367	21.78	0.026	0.015	0.055
Si	32.592	0.028	21.68	-0.086	0.039	0.015
Si	35.193	2.609	21.841	0.019	0.038	0.102
Si	32.603	5.306	21.746	0.049	-0.037	0.033
Si	35.334	8.188	22.086	-0.002	-0.024	0.033
Si	32.582	10.699	21.89	0.029	-0.046	0.056
Si	35.356	13.707	21.682	0.039	-0.062	0.046
Si	37.912	-0.001	21.797	-0.001	-0.003	0.06
Si	40.83	2.763	21.95	-0.017	0.009	0.071
Si	38.096	5.499	21.838	0.011	0.057	0.047
Si	40.926	8.345	21.871	-0.026	-0.033	0.03
Si	37.972	11.061	21.798	-0.06	0.016	0.009
Si	40.712	13.684	21.738	0.015	0.021	0.03
Si	43.434	0.058	21.938	0.019	-0.022	0.032
Si	46.391	2.874	21.816	0.003	-0.019	0.017
Si	43.649	5.734	21.748	-0.035	0.004	0.038
Si	46.247	8.266	21.471	-0.008	-0.004	0.048
Si	43.563	11.049	21.318	0.019	-0.006	-0.003
Si	46.084	13.595	21.729	0.017	-0.009	0.011
Si	49.048	0.153	21.859	-0.006	-0.018	0.075
Si	51.766	2.808	21.803	-0.009	-0.036	0.042
Si	48.974	5.558	21.66	0.006	0.017	0.041
Si	51.623	8.316	21.754	-0.044	0.016	0.01
Si	48.87	10.962	21.884	0.016	0.011	0.012
Si	51.638	13.613	21.96	0.072	-0.029	0.058
Si	54.509	0.059	21.913	-0.007	0.023	0.032
Si	57.128	2.727	21.643	0.099	-0.037	-0.033
Si	54.421	5.566	21.914	-0.013	-0.013	-0.017
Si	57.165	8.105	22	0.234	-0.202	-0.357
Si	54.105	10.857	21.808	-0.039	0.042	-0.019
Si	57.126	13.702	22.029	0.005	-0.005	0.049
Si	59.872	0.068	21.868	-0.012	-0.048	-0.014
Si	62.615	2.827	21.861	0.06	0.02	0.056
Si	60.099	5.569	21.911	0	-0.127	0.015
Si	62.714	8.18	21.671	0.024	0.01	0.019
Si	59.867	10.897	21.986	0.03	0.013	0.045
Si	62.541	13.667	21.836	-0.007	0.01	0.032
Si	1.747	-0.958	23.128	-0.181	-0.095	-0.715
Si	3.938	1.267	22.92	0.075	0.002	-0.729
Si	1.622	4.377	22.774	-0.273	-0.248	-0.162
Si	3.83	6.514	22.895	0.13	0.072	-0.692
Si	0.806	8.907	23.058	0.003	-0.079	-0.035
Si	4.497	12.971	22.946	0.31	-0.001	-0.466
Si	6.237	14.658	23.051	-0.011	-0.086	0.062
Si	10.079	1.79	23.03	0.153	0.175	-0.5
Si	7.004	4.205	22.902	0.045	0.03	-0.016
Si	9.725	6.918	22.911	-0.357	-0.36	-0.123
Si	6.923	9.689	22.731	-0.173	-0.322	-0.643
Si	9.509	11.5	23.161	0.632	-0.104	-0.457
Si	12.975	-0.912	23.022	0.094	0.056	-0.029
Si	14.65	0.905	22.808	-0.259	-0.296	-0.392
Si	11.816	3.501	22.964	-0.021	-0.033	0.063
Si	15.646	6.969	23.178	-0.031	0.022	0.068
Si	12.075	9.003	23.185	0.162	0.147	-0.665
Si	15.778	12.676	23.028	-0.015	0.026	-0.058
Si	17.492	14.432	22.618	-0.343	-0.221	-0.261
Si	20.822	1.532	22.889	0.183	0.249	-0.426
Si	18.047	4.273	22.717	0.329	0.215	-0.415
Si	19.825	5.983	22.868	-0.037	-0.078	-0.095
Si	17.346	8.821	22.944	-0.309	-0.159	-0.501
Si	20.563	12.229	22.901	-0.145	-0.047	-0.6
Si	22.697	14.504	22.936	0.11	0.073	-0.696
Si	25.912	1.412	23.087	-0.101	-0.222	-0.65
Si	22.581	3.315	22.91	-0.344	-0.16	-0.598
Si	25.989	6.968	22.933	-0.097	-0.06	-0.707
Si	23.531	9.938	22.993	0.064	-0.002	-0.006
Si	25.178	11.697	22.769	-0.144	-0.268	-0.511
Si	28.487	14.579	23.381	-0.327	0.011	-0.629
Si	31.641	1.735	23.005	0.169	0.094	-0.543
Si	28.11	3.68	22.96	0.112	0.057	-0.711
Si	31.508	6.8	23.151	-0.212	0.025	-0.651
Si	28.06	9.317	23.131	0.318	0.079	-0.635
Si	31.226	12.16	23.069	-0.185	-0.279	-0.639
Si	34.365	-0.88	22.908	-0.007	0.004	0.008
Si	36.07	0.803	23.099	-0.086	-0.111	-0.632
Si	33.355	3.469	23.054	-0.126	-0.138	-0.64
Si	37.186	7.193	23.205	-0.257	-0.128	-0.723
Si	33.591	9.189	23.439	0.28	0.168	-0.633
Si	37.124	12.94	23.027	0.142	0.025	-0.592
Si	38.902	14.576	22.998	-0.073	-0.189	-0.577
Si	42.159	1.439	23.431	0.35	0.38	-0.199
Si	39.497	4.236	23.219	-0.017	-0.136	-0.697
Si	42.788	7.502	23.125	-0.217	-0.143	-0.7
Si	39.267	9.583	23.028	0.182	0.082	-0.615
Si	42.577	12.621	22.689	0.076	0.423	-0.376
Si	44.241	14.398	22.976	-0.069	0.031	0.01
Si	48.075	1.869	23.162	-0.231	-0.119	-0.707
Si	45.316	4.62	22.947	-0.085	-0.033	-0.728
Si	47.421	6.83	22.86	0.095	0.007	-0.649
Si	44.896	9.725	22.662	-0.017	-0.048	-0.464
Si	47.026	11.932	23.085	0.137	0.041	-0.572
Si	50.65	-0.963	23.193	-0.126	-0.062	-0.69
Si	52.915	1.24	23.172	0.235	0.27	-0.645
Si	50.253	4.132	22.998	0.143	0.082	-0.664
Si	53.219	7.285	23.121	0.108	0.102	0.087
Si	50.544	9.89	23.193	-0.021	-0.083	0.004
Si	52.343	11.683	23.198	-0.033	-0.038	-0.007
Si	56.152	-0.883	23.374	-0.116	-0.162	-0.667
Si	58.359	1.373	23.102	0.26	0.385	-0.158
Si	55.81	3.99	23.063	-0.191	-0.066	0.049
Si	58.629	6.793	23.269	0.004	0.142	-0.004
Si	54.704	9.246	23.413	-0.536	-0.237	-0.473
Si	58.738	12.542	23.31	-0.173	-0.226	-0.659
Si	60.963	14.791	23.23	0.206	0.141	-0.665
Si	64.176	1.757	23.296	0.312	0.13	-0.483
Si	61.427	4.224	23.366	-0.134	-0.018	-0.054
Si	64.374	7.081	22.923	0.013	0.049	0.032
Si	61.605	9.678	23.089	-0.3	-0.16	-0.698
Si	63.733	11.963	22.899	0.084	0.117	-0.752
Si	65.464	14.666	25.73	0.11	0.021	-0.065
Si	4.391	3.685	26.94	-0.067	0.057	-0.004
Si	63.658	5.158	24.264	-0.033	0.017	-0.468
Si	5.271	8.527	27.886	-0.063	0.025	-0.022
Si	3.611	11.862	25.64	0.039	0.072	-0.058
Si	6.11	12.824	29.202	-0.013	0.035	-0.03
Si	6.356	-0.445	29.538	-0.13	0.124	0.006
Si	12.797	-1.111	25.344	0.164	-0.029	-0.656
Si	5.975	3.015	24.582	0.2	0.264	-0.489
Si	12.403	10.092	26.129	-0.012	-0.124	-0.02
Si	5.845	7.79	24.864	0.048	-0.073	-0.181
Si	6.359	12.452	26.357	-0.002	0.048	-0.078
Si	8.973	11.568	25.967	0.047	0.012	-0.118
Si	16.708	2.25	24.622	-0.086	0.128	-0.113
Si	15.013	5.909	25.347	0.395	0.106	-0.564
Si	20.311	6.174	25.117	-0.07	-0.012	-0.689
Si	15.877	10.62	30.333	0.028	-0.067	0.003
Si	15.161	10.473	27.325	0.011	0.007	-0.138
Si	18.845	0.075	24.579	0.145	-0.072	-0.022
Si	22.885	4.42	25.781	0.03	0.07	-0.094
Si	20.746	8.93	26.629	0.04	-0.093	0.028
Si	23.413	9.537	25.337	-0.027	0.17	-0.606
Si	18.464	5.738	27.33	-0.057	0.043	0.026
Si	23.507	-0.035	28.149	-0.022	-0.031	-0.079
Si	25.551	1.413	29.48	-0.107	0.201	0.029
Si	23.255	2.793	28.339	0.088	-0.004	0.048
Si	27.35	5.087	32.273	0.042	-0.01	0.641
Si	27.137	7.126	27.664	0.09	-0.098	-0.023
Si	34.476	14.283	30.04	-0.07	-0.101	-0.051
Si	24.477	-0.428	25.175	-0.002	-0.012	-0.091
Si	33.096	9.688	31.126	0.102	0.098	0.016
Si	22.654	13.317	28.49	0.119	-0.126	-0.012
Si	29.678	5.378	25.097	0.066	0.023	-0.011
Si	29.656	10.626	25.361	-0.125	0.07	-0.111
Si	29.601	7.893	26.364	-0.137	0.066	-0.012
Si	28.647	9.17	32.178	0.04	0.001	0.059
Si	36.88	5.808	26.066	0.066	-0.036	-0.045
Si	36.264	1.56	26.231	-0.146	0.025	-0.161
Si	34.348	3.859	26.073	-0.022	-0.096	-0.046
Si	43.585	1.015	26.792	0.012	-0.053	0.023
Si	26.287	13.343	25.247	0.103	-0.076	-0.09
Si	41.824	12.535	29.084	0.116	-0.13	-0.077
Si	41.065	11.238	24.979	-0.055	0.145	-0.055
Si	43.316	3.129	24.811	-0.412	-0.539	-0.495
Si	39.964	12.067	31.465	0.134	-0.032	0.125
Si	47.701	10.635	26.858	0.033	-0.072	0.015
Si	42.003	9.744	27.505	-0.038	0.048	0.101
Si	41.473	5.675	25.106	0.066	-0.005	-0.075
Si	44.326	14.645	25.296	-0.058	-0.12	-0.536
Si	49.7	14.991	26.119	0.001	0.05	0.011
Si	41.303	6.847	27.855	0.092	0.073	0.031
Si	50.098	6.869	26.967	-0.037	-0.068	0.047
Si	43.817	7.888	28.387	0.125	-0.006	-0.052
Si	47.095	13.314	25.896	-0.019	0.061	-0.114
Si	52.451	14.474	27.697	-0.059	-0.005	-0.011
Si	56.615	3.159	27.417	-0.21	0.007	-0.152
Si	52.117	6.031	24.82	0.569	0.085	-0.187
Si	57.485	10.884	28.785	-0.002	0.032	-0.07
Si	53.597	11.402	25.163	-0.222	0.108	-0.537
Si	54.994	14.097	26.072	-0.022	0.059	0.006
Si	59.345	3.215	24.431	0.073	0.062	-0.106
Si	63.671	6.729	32.201	0.039	-0.006	0.086
Si	58.75	7.857	25.411	-0.086	-0.254	-0.526
Si	57.631	4.896	24.155	0.056	-0.03	0.01
Si	58.791	11	25.837	0.001	0.011	0.069
Si	61.704	1.276	27.617	0.042	0.043	0.021
Si	63.03	12.196	32.026	-0.011	0.003	0.016
Si	62.826	-0.197	25.307	-0.049	0.067	0.082
Si	61.459	8.445	26.067	-0.047	0.008	-0.104
Si	1.381	9.746	25.183	-0.233	-0.144	-0.557
Si	64.526	11.968	25.786	-0.052	-0.107	-0.023
Si	66.143	10.991	29.409	0.062	-0.058	0.06
Si	2.303	8.784	27.779	0.109	0.003	0.038
Si	1.506	0.596	27.485	0.063	0.069	-0.007
Si	1.676	-0.848	32.62	-0.046	0.078	0.104
Si	1.752	6.717	29.954	-0.517	-0.357	-0.146
Si	61.568	11.258	26.896	0.184	0.104	-0.104
Si	1.514	-1.137	29.634	0.07	0.001	0.111
Si	11.387	12.903	26.843	0.004	-0.041	-0.048
Si	10.432	5.294	31.272	0.005	-0.088	0.005
Si	8.451	4.519	29.088	-0.026	0.03	-0.071
Si	12.542	4.088	25.118	-0.112	-0.189	-0.687
Si	8.401	1.176	25.635	0.028	-0.006	-0.075
Si	11.83	7.84	30.37	-0.016	0.124	-0.002
Si	7.699	10.966	30.872	0.011	-0.05	0.065
Si	14.919	7.704	30.47	0.081	0.093	-0.086
Si	16.05	7.738	27.485	-0.001	-0.023	-0.014
Si	10.518	8.092	27.59	-0.061	0.064	0.002
Si	14.844	-0.62	27.434	-0.024	-0.033	-0.128
Si	14.526	11.805	32.588	-0.059	0.012	0.108
Si	17.632	14.853	26.766	0.034	-0.01	-0.058
Si	16.442	3.616	27.19	-0.083	0.141	-0.087
Si	16.349	12.456	25.304	-0.308	0.004	-0.606
Si	19.613	13.669	28.826	0.134	0.114	0.057
Si	18.817	11.337	30.799	0.085	-0.035	0.045
Si	24.788	6.727	25.649	0.008	-0.071	-0.008
Si	20.216	1.836	32.502	-0.07	0.01	0.099
Si	29.028	4.727	27.897	0.042	0.078	-0.07
Si	20.544	7.074	29.083	-0.038	-0.006	0.044
Si	24.754	11.673	27.111	-0.033	0.077	0.024
Si	18.839	10.545	25.043	0.112	-0.021	-0.22
Si	25.77	2.46	32.363	-0.083	0.033	0.139
Si	23.933	11.065	29.935	-0.02	0.083	-0.032
Si	35.551	-0.904	27.745	-0.127	-0.027	-0.038
Si	25.69	6.897	30.343	-0.049	-0.181	0.077
Si	36.341	5.971	32.723	-0.029	0.065	0.138
Si	27.127	14.318	32.039	0.026	0.098	0.111
Si	30.743	-0.239	25.102	0.114	-0.014	-0.074
Si	32.967	11.774	28.733	0.084	0.035	0.001
Si	40.481	1.525	27.366	-0.057	-0.004	-0.069
Si	30.507	8.578	29.865	0.05	-0.38	-0.288
Si	31.075	6.628	28.632	0.451	0.259	0.434
Si	34.412	10.264	26.396	-0.018	-0.029	-0.068
Si	35.514	12.913	25.776	0.019	0.081	-0.09
Si	46.06	0.835	28.394	0.03	0.071	-0.031
Si	41.017	5.304	30.461	-0.009	-0.067	-0.008
Si	38.666	3.458	26.006	0.041	-0.017	-0.053
Si	45.541	10.307	31.428	0.039	-0.077	-0.074
Si	35.89	8.284	30.848	-0.062	-0.015	0.057
Si	43.387	8.299	31.357	0.058	-0.104	0.055
Si	40.413	-0.561	25.411	0.407	-0.458	0.24
Si	48.692	4.03	27.464	0.131	0.057	0.038
Si	46.215	3.824	28.975	-0.035	-0.09	-0.12
Si	48.995	8.859	24.838	0.504	0.254	-0.32
Si	52.679	11.396	28.021	-0.01	0.07	-0.021
Si	48.765	13.1	31.12	0.486	0.378	0.286
Si	48.17	1.302	26.118	-0.021	0.045	0.057
Si	54.686	3.053	24.938	-0.021	0.601	-0.268
Si	53.118	4.31	28.921	-0.04	-0.012	0.103
Si	49.803	11.01	29.029	-0.144	0.05	0.099
Si	46.597	8.562	28.952	0.02	0.091	0.068
Si	54.975	2.361	29.886	-0.037	-0.034	0.061
Si	55.182	-0.591	30.617	0.053	0.006	0.072
Si	63.236	6.254	27.081	0.097	0.02	0.159
Si	54.817	9.497	29.413	-0.05	-0.009	0.095
Si	64.377	13.326	29.729	0.006	-0.112	0.083
Si	58.264	9.584	31.33	-0.118	-0.147	-0.051
Si	59.398	2.634	26.706	-0.05	0.281	-0.621
Si	60.511	1.273	30.569	-0.067	0.086	-0.125
Si	1.239	3.5	26.532	-0.248	0.158	-0.536
Si	65.424	3.53	24.334	0.035	-0.054	0.028
Si	4.427	6.297	31.511	-0.06	0.056	0.158
Si	56.64	13.88	28.738	0.016	0.025	-0.019
Si	59.149	14.789	30.206	0.016	0.07	0.051
Si	5.628	5.653	29.022	0.087	-0.075	-0.047
Si	4.574	0.646	27.269	0.036	-0.08	0.052
Si	61.568	3.999	28.136	0.027	-0.071	-0.12
Si	5.87	8.976	32.355	-0.018	-0.132	0.004
Si	65.402	5.356	28.9	0.366	0.278	0.361
Si	8.188	5.746	24.24	0.309	0.04	-0.717
Si	3.016	12.848	28.528	-0.042	-0.127	-0.048
Si	11.28	14.086	29.515	-0.01	0.071	0.112
Si	56.112	2.487	32.619	-0.242	-0.037	0.631
Si	8.127	9.667	28.266	-0.04	-0.074	-0.03
Si	12.884	3.593	31.388	0.114	0.067	0.083
Si	13.015	1.512	26.681	-0.024	-0.041	-0.053
Si	8.668	1.559	28.703	0.045	0.005	-0.055
Si	6.38	-0.991	25.344	0.026	-0.175	-0.647
Si	9.208	13.449	31.707	-0.049	0.078	0.027
Si	10.027	5.262	26.56	-0.143	0.082	-0.022
Si	12.143	9.778	32.529	0.031	-0.178	0.122
Si	15.402	5.11	31.974	-0.11	-0.038	-0.062
Si	16.161	0.103	31.596	0.062	0.069	0.089
Si	19.131	-0.672	31.046	-0.07	0.054	0.096
Si	15.441	2.871	30.089	0.084	-0.087	0.097
Si	20.091	7.402	31.944	-0.039	0.063	0.068
Si	11.425	0.697	29.09	0.066	-0.138	0.023
Si	13.563	-0.836	30.245	0.081	0.05	0.026
Si	19.354	13.261	33.078	-0.377	0.108	0.285
Si	21.485	4.672	32.537	0.205	-0.196	0.649
Si	23.02	5.351	30.061	0.015	0.022	-0.03
Si	25.449	9.41	31.901	0.096	0.063	-0.001
Si	21.584	9.896	31.34	-0.079	0.047	0.042
Si	29.012	13.726	29.787	-0.041	0.015	0.096
Si	30.123	-0.33	28.066	-0.023	0.014	-0.064
Si	33.007	0.159	28.988	0.151	0.201	0.044
Si	28.532	1.984	29.333	0.002	0.095	0.056
Si	29.742	3.314	31.694	0.1	0.043	-0.005
Si	29.989	11.366	28.345	0.051	-0.099	-0.056
Si	33.115	14.273	24.466	0.436	0.422	-0.205
Si	43.575	3.898	29.988	0.006	-0.012	-0.049
Si	41.54	13.851	26.326	-0.236	0.677	-0.276
Si	31.1	6.969	1.371	0.114	-0.05	0.727
Si	35.459	7.673	27.955	-0.098	-0.039	-0.064
Si	32.66	3.069	30.368	-0.12	-0.122	-0.093
Si	33.895	13.732	32.859	0.369	-0.226	0.515
Si	39.465	14.443	33.32	0.422	-0.231	0.46
Si	41.362	0.53	32.735	0.057	-0.025	0.049
Si	38.349	9.726	32.094	0.096	-0.1	-0.037
Si	40.623	7.548	32.598	0.019	-0.103	0.611
Si	33.138	5.474	28.41	-0.437	0.379	-0.091
Si	41.141	13.439	0.032	0.021	-0.036	0.588
Si	44.863	6.333	32.979	-0.105	0.027	0.1
Si	49.907	6.064	31.889	0.088	-0.018	0.05
Si	41.111	2.346	30.12	-0.023	0.052	0.053
Si	49.388	8.036	29.673	0.079	0.02	-0.103
Si	46.4	-1.168	30.72	-0.037	0.067	0.113
Si	44.194	13.01	31.133	-0.093	-0.025	0.028
Si	47.598	1.304	32.325	0.105	-0.059	-0.121
Si	50.589	2.004	31.51	0.007	0.541	-0.179
Si	50.324	3.828	30.065	0.264	-0.568	0.314
Si	52.746	6.515	32.754	0.071	-0.093	0.117
Si	47.466	11.401	33.334	0.43	-0.175	0.553
Si	52.24	-0.524	30.509	-0.063	0.015	0.038
Si	50.27	14.358	32.351	-0.466	-0.193	-0.178
Si	53.815	4.956	25.9	-0.158	-0.297	-0.553
Si	56.728	5.796	26.075	0.17	-0.202	-0.51
Si	57.562	6.524	31.589	0.003	-0.045	-0.019
Si	55.384	9.719	32.401	0.011	-0.094	0.015
Si	54.616	6.686	30.288	-0.052	-0.057	0.057
Si	56.212	0.279	33.196	-0.26	0.265	0.124
Si	61.59	12.871	29.515	0.023	-0.037	0.168
Si	62.602	1.977	32.723	-0.296	0.245	0.561
Si	63.188	4.243	30.634	0.069	-0.019	-0.052
Si	58.906	3.709	31.794	0.397	0.179	0.573
Si	58.769	13.889	33.108	-0.073	0.029	0.089
Si	1.338	15.028	6.76	-0.021	-0.014	-0.059
Si	4.07	1.433	6.733	-0.019	-0.01	-0.033
Si	1.344	4.132	6.684	0.002	-0.004	-0.001
Si	4.108	6.777	6.778	0.007	0.044	-0.061
Si	1.306	9.599	6.87	-0.013	0.016	0.002
Si	4.031	12.26	6.77	-0.008	-0.02	0.026
Si	6.832	14.927	6.78	0.01	-0.001	0.002
Si	9.568	1.381	6.649	0.022	0.009	0.024
Si	6.865	4.043	6.708	0.023	-0.023	-0.018
Si	9.498	6.76	6.796	0.028	-0.029	-0.037
Si	6.733	9.56	6.848	0.003	0.056	-0.007
Si	9.503	12.2	6.812	0	0.023	-0.015
Si	12.206	14.968	6.731	-0.025	0.015	-0.004
Si	15.01	1.249	6.805	0.059	0.004	-0.005
Si	12.245	4.035	6.761	-0.015	0.002	-0.006
Si	14.99	6.702	6.716	-0.005	-0.025	-0.001
Si	12.272	9.395	6.8	-0.02	0.032	0.007
Si	14.985	12.148	6.716	0.051	-0.009	-0.01
Si	17.694	14.861	6.735	-0.021	-0.001	-0.004
Si	20.43	1.278	6.798	-0.01	-0.027	0.038
Si	17.709	4.033	6.741	0.003	0.033	0.036
Si	20.457	6.72	6.67	-0.015	0.008	-0.006
Si	17.667	9.461	6.683	-0.012	0.009	-0.003
Si	20.423	12.112	6.69	0.002	0.002	-0.012
Si	23.11	14.898	6.738	0.006	0.039	0.038
Si	25.91	1.249	6.608	0.015	0.019	-0.01
Si	23.208	3.95	6.599	0.016	0.015	-0.037
Si	25.884	6.677	6.709	0.018	-0.039	0.011
Si	23.141	9.428	6.718	-0.014	0.011	0.006
Si	25.928	12.107	6.801	-0.006	-0.009	0.03
Si	28.601	14.868	6.673	0.012	0.018	0.026
Si	31.209	1.312	6.888	-0.009	0.037	-0.009
Si	28.521	4.006	6.801	0.036	0.07	0.029
Si	31.269	6.733	6.837	0.009	0.029	0.007
Si	28.646	9.368	6.85	0.009	-0.01	0.02
Si	31.279	12.201	6.783	-0.017	0.018	-0.002
Si	34.059	14.831	6.993	0.015	-0.018	-0.003
Si	36.768	1.283	6.972	0.029	-0.005	-0.022
Si	33.986	4.023	6.979	0.009	-0.002	0.009
Si	36.681	6.758	6.885	0.007	0.017	-0.012
Si	34.012	9.46	6.808	0.027	-0.002	-0.033
Si	36.781	12.112	6.964	0.037	0.008	0.009
Si	39.437	14.916	6.916	-0.001	-0.004	0.004
Si	42.151	1.353	6.841	0.001	0.021	-0.02
Si	39.444	4.026	6.916	0.018	-0.004	0.011
Si	42.098	6.795	6.954	-0.001	0.008	-0.002
Si	39.364	9.49	6.937	-0.001	0.01	0.035
Si	42.093	12.298	6.912	-0.02	-0.037	-0.01
Si	44.855	15.001	6.892	-0.014	0.008	-0.02
Si	47.635	1.389	6.831	0.008	-0.007	-0.015
Si	44.87	4.092	6.857	0.022	0.007	0.008
Si	47.573	6.809	6.84	0.003	-0.022	0.023
Si	44.839	9.535	6.911	-0.005	-0.002	-0.001
Si	47.588	12.219	6.895	0.015	-0.007	0.011
Si	50.3	15.022	6.844	0.011	0.026	0.02
Si	52.976	1.427	6.886	0.02	0.01	0.013
Si	50.251	4.144	6.812	-0.001	0.017	-0.002
Si	53.051	6.872	6.742	-0.003	-0.003	0
Si	50.299	9.532	6.796	-0.003	-0.002	-0.005
Si	53.096	12.279	6.752	0.049	0.008	-0.009
Si	55.747	15.042	6.767	0.027	0.019	-0.009
Si	58.433	1.519	6.902	-0.023	0.033	0.026
Si	55.684	4.251	6.826	-0.01	-0.002	0.015
Si	58.497	6.89	6.705	-0.009	-0.006	-0.002
Si	55.789	9.595	6.724	-0.021	-0.016	0.005
Si	58.447	12.351	6.864	-0.004	0.012	0.035
Si	61.194	15.074	6.797	0.005	-0.015	-0.004
Si	63.87	1.427	6.7	-0.038	-0.031	0.002
Si	61.147	4.178	6.699	-0.019	-0.019	-0.033
Si	63.974	6.814	6.825	0.044	-0.008	0.015
Si	61.169	9.614	6.76	0.002	0.001	-0.035
Si	63.876	12.376	6.932	0.007	-0.024	0.03
Si	2.698	0.078	8.102	0.02	-0.006	-0.001
Si	5.473	2.729	8.095	0	0.006	-0.005
Si	2.71	5.444	8.11	-0.01	-0.006	0.006
Si	5.404	8.16	8.173	-0.009	0.001	0.003
Si	2.706	10.928	8.189	0.008	0.015	0.018
Si	5.422	13.607	8.124	-0.002	-0.024	0.002
Si	8.201	0.019	8.063	0.016	0.01	-0.007
Si	10.891	2.676	8.105	-0.016	-0.008	0.002
Si	8.159	5.395	8.136	0.001	0.008	0.001
Si	10.877	8.09	8.153	0.006	0.002	0.004
Si	8.134	10.879	8.179	-0.006	-0.002	0.003
Si	10.871	13.595	8.109	-0.014	0.011	0.005
Si	13.603	-0.075	8.127	0.005	-0.017	-0.001
Si	16.362	2.654	8.106	-0.001	0.009	-0.001
Si	13.624	5.373	8.103	0.011	0.01	-0.001
Si	16.329	8.092	8.064	0.008	0.002	-0.004
Si	13.621	10.81	8.101	-0.021	0.003	-0.012
Si	16.34	13.497	8.088	-0.007	0.005	0.009
Si	19.052	-0.103	8.102	-0.003	-0.011	0.005
Si	21.844	2.649	8.054	0.005	-0.001	-0.005
Si	19.09	5.384	8.065	-0.015	0.003	0.003
Si	21.796	8.054	8.068	0.022	-0.01	0.011
Si	19.047	10.784	8.061	0.005	0.004	-0.001
Si	21.765	13.494	8.065	0.007	-0.018	-0.002
Si	24.524	-0.064	8.036	-0.008	-0.013	-0.025
Si	27.186	2.591	8.095	0.001	-0.03	0.002
Si	24.51	5.307	8.042	-0.005	0.014	-0.012
Si	27.223	8.02	8.13	-0.017	-0.014	0.013
Si	24.504	10.77	8.101	-0.015	-0.014	0.017
Si	27.27	13.514	8.102	0.012	0.008	-0.003
Si	29.871	-0.102	8.163	-0.014	-0.023	-0.007
Si	32.6	2.64	8.257	0.007	0.013	0.005
Si	29.898	5.362	8.167	-0.002	-0.012	-0.005
Si	32.646	8.101	8.182	-0.024	-0.002	-0.015
Si	29.967	10.799	8.163	0.003	0.011	-0.007
Si	32.628	13.485	8.244	0.002	-0.003	-0.011
Si	35.388	-0.075	8.305	-0.002	0.014	-0.007
Si	38.096	2.681	8.296	-0.003	-0.003	0.002
Si	35.347	5.412	8.279	-0.028	-0.011	0.01
Si	38.017	8.122	8.274	-0.008	0.014	0.017
Si	35.346	10.781	8.248	-0.003	0.018	-0.009
Si	38.095	13.549	8.287	0.01	-0.02	-0.01
Si	40.81	-0.014	8.236	0.017	-0.033	-0.01
Si	43.509	2.723	8.21	-0.007	-0.002	-0.008
Si	40.769	5.41	8.284	-0.014	-0.01	0.011
Si	43.486	8.171	8.267	-0.008	0.008	0.006
Si	40.765	10.876	8.252	-0.004	-0.003	-0.008
Si	43.481	13.648	8.254	-0.022	0.016	-0.003
Si	46.255	0.042	8.203	0.001	-0.021	0.004
Si	48.949	2.771	8.21	0.005	0.01	0.006
Si	46.223	5.46	8.219	0	0.005	0.019
Si	48.954	8.181	8.186	-0.005	-0.023	-0.006
Si	46.22	10.883	8.258	0.005	0.01	0.004
Si	48.952	13.636	8.198	-0.007	0.008	0.002
Si	51.648	0.049	8.232	-0.017	0.001	0.014
Si	54.37	2.822	8.181	-0.008	-0.018	0.004
Si	51.679	5.506	8.127	0.011	-0.034	-0.011
Si	54.411	8.242	8.107	0.023	0.003	-0.004
Si	51.697	10.924	8.117	-0.007	-0.009	-0.01
Si	54.411	13.66	8.147	-0.016	0.006	-0.01
Si	57.077	0.084	8.176	0.014	-0.002	0.004
Si	59.843	2.863	8.179	0.023	-0.037	0.002
Si	57.112	5.58	8.132	0.002	0.007	0.008
Si	59.823	8.242	8.123	0.013	-0.015	-0.008
Si	57.097	10.943	8.163	0.004	-0.003	-0.004
Si	59.83	13.716	8.176	0.017	0.003	0.012
Si	62.558	0.099	8.149	0	-0.015	0.006
Si	65.253	2.779	8.063	0.003	0.011	-0.001
Si	62.534	5.48	8.116	-0.016	0.024	-0.012
Si	65.262	8.205	8.205	0.004	-0.001	0.018
Si	62.509	10.944	8.185	-0.028	0.012	0.006
Si	65.291	13.71	8.206	0.011	0.012	0.011
Si	1.325	1.424	9.46	-0.016	-0.006	-0.007
Si	4.088	4.086	9.459	0	-0.003	-0.006
Si	1.371	6.823	9.505	0.022	0.02	-0.001
Si	4.057	9.536	9.527	-0.009	0.003	0.002
Si	1.35	12.304	9.537	0.01	-0.016	0.007
Si	4.06	15.004	9.457	0.006	0.003	-0.006
Si	6.817	1.349	9.45	-0.018	-0.02	-0.004
Si	9.525	4.03	9.475	0	-0.016	0.013
Si	6.801	6.787	9.483	0.006	0.004	-0.005
Si	9.52	9.489	9.483	0.009	-0.002	-0.001
Si	6.771	12.25	9.507	-0.002	-0.001	0.001
Si	9.519	14.96	9.461	0.004	0.012	-0.009
Si	12.248	1.308	9.465	0.008	0.021	0.001
Si	14.978	4.001	9.451	-0.012	-0.003	0
Si	12.256	6.724	9.473	-0.003	-0.008	-0.005
Si	14.974	9.441	9.449	0.003	0	-0.012
Si	12.245	12.196	9.434	0.007	0.007	-0.016
Si	14.966	14.858	9.447	-0.011	-0.01	0.002
Si	17.704	1.272	9.451	0.006	-0.007	-0.004
Si	20.451	3.997	9.405	0.003	0.016	-0.005
Si	17.705	6.731	9.417	0.011	-0.003	-0.007
Si	20.417	9.414	9.411	-0.013	0.002	-0.009
Si	17.701	12.141	9.439	0.01	0	-0.003
Si	20.412	14.844	9.44	-0.01	0.009	0.009
Si	23.171	1.274	9.426	0.012	0.021	0.005
Si	25.84	3.964	9.45	-0.014	-0.003	-0.002
Si	23.154	6.677	9.414	-0.013	-0.013	-0.006
Si	25.853	9.4	9.461	-0.009	-0.002	0.004
Si	23.139	12.146	9.431	0.012	0.016	0.016
Si	25.868	14.88	9.421	0.004	0.004	-0.007
Si	28.527	1.261	9.508	0.011	0.019	0.019
Si	31.248	4.022	9.569	0.003	-0.003	0.019
Si	28.56	6.704	9.537	0.008	0.001	0.008
Si	31.303	9.455	9.553	0.016	0.021	0.003
Si	28.591	12.156	9.502	-0.014	-0.018	0.004
Si	31.26	14.885	9.542	0.016	0.024	-0.013
Si	33.989	1.298	9.607	-0.005	-0.006	0.007
Si	36.711	4.046	9.623	0.021	0.011	-0.001
Si	33.971	6.762	9.602	0.024	0.018	0.001
Si	36.682	9.465	9.647	-0.006	-0.022	0.012
Si	33.986	12.144	9.603	-0.011	-0.007	0.002
Si	36.731	14.896	9.655	-0.006	-0.021	0.021
Si	39.455	1.325	9.629	-0.006	-0.002	0.005
Si	42.163	4.069	9.607	-0.006	0.006	-0.001
Si	39.402	6.777	9.62	0.001	0.01	-0.007
Si	42.13	9.534	9.617	0.003	0.017	0.005
Si	39.443	12.218	9.654	0.007	0.032	0.016
Si	42.151	14.985	9.636	0.022	0.018	0.02
Si	44.886	1.387	9.572	0.005	0.014	-0.002
Si	47.592	4.117	9.58	-0.019	-0.01	0.003
Si	44.873	6.819	9.595	0.012	-0.01	-0.003
Si	47.608	9.533	9.581	-0.001	0.002	0.006
Si	44.856	12.269	9.589	0.004	-0.015	-0.004
Si	47.598	14.995	9.566	0.013	0.005	0.002
Si	50.312	1.426	9.58	-0.008	-0.006	0.009
Si	53.017	4.166	9.541	-0.006	0.004	0.004
Si	50.335	6.842	9.536	0.002	0.011	0.004
Si	53.051	9.581	9.499	0.006	-0.016	-0.001
Si	50.35	12.281	9.521	0.01	0.019	-0.012
Si	53.049	15.005	9.539	-0.006	0.006	-0.004
Si	55.728	1.445	9.539	-0.005	-0.001	0.002
Si	58.455	4.201	9.518	-0.004	-0.002	-0.007
Si	55.76	6.909	9.514	0.018	0.014	0.01
Si	58.467	9.584	9.515	-0.022	0.001	0.004
Si	55.755	12.309	9.531	0.018	-0.006	0.002
Si	58.458	15.058	9.537	0.001	0.01	0.008
Si	61.19	1.456	9.514	0.006	0.006	0.005
Si	63.897	4.118	9.473	-0.008	-0.012	-0.006
Si	61.187	6.87	9.484	0.006	0.004	-0.004
Si	63.879	9.574	9.534	-0.002	-0.024	0.005
Si	61.161	12.319	9.537	-0.002	-0.008	0.005
Si	63.905	15.06	9.534	0.007	0.007	0.003
Si	65.273	0.083	10.874	-0.003	0.008	0.005
Si	2.711	2.749	10.828	0.005	-0.001	0
Si	65.259	5.476	10.848	-0.002	0.006	-0.005
Si	2.704	8.185	10.885	0.013	-0.005	0.011
Si	65.252	10.938	10.88	0.008	0.002	0.001
Si	2.726	13.658	10.868	-0.006	0.001	0.002
Si	5.441	0.011	10.823	0.013	-0.005	0.005
Si	8.163	2.692	10.837	0.006	0.01	0.006
Si	5.433	5.442	10.839	-0.012	0.017	0.002
Si	8.165	8.139	10.844	0.009	-0.005	0.007
Si	5.433	10.887	10.873	-0.001	-0.003	0.008
Si	8.155	13.606	10.833	-0.026	0.019	0.001
Si	10.89	-0.04	10.831	-0.002	-0.013	0.01
Si	13.613	2.657	10.817	0.007	0.007	0.004
Si	10.891	5.382	10.833	0.013	0.002	0.008
Si	13.608	8.095	10.814	-0.006	0.009	0.004
Si	10.887	10.851	10.816	-0.009	0.008	0.005
Si	13.603	13.523	10.814	0.009	-0.001	0.009
Si	16.325	-0.086	10.794	0.01	0.008	-0.004
Si	19.088	2.629	10.774	-0.006	-0.009	-0.008
Si	16.347	5.365	10.782	-0.012	0	-0.003
Si	19.059	8.071	10.786	0	0.011	0.008
Si	16.333	10.793	10.801	0.009	0.002	0.014
Si	19.05	13.496	10.8	-0.001	-0.013	0.008
Si	21.794	-0.104	10.768	0.002	-0.015	-0.01
Si	24.493	2.618	10.821	-0.01	0.007	0.008
Si	21.787	5.341	10.787	0.01	0.004	0.004
Si	24.498	8.031	10.803	0.009	-0.014	0.003
Si	21.777	10.772	10.774	-0.014	-0.004	0.002
Si	24.508	13.506	10.783	-0.007	0	-0.001
Si	27.184	-0.107	10.85	-0.007	0.016	-0.006
Si	29.894	2.623	10.884	-0.002	-0.003	-0.005
Si	27.197	5.316	10.845	0.012	-0.001	-0.001
Si	29.923	8.079	10.888	-0.007	-0.002	-0.011
Si	27.211	10.774	10.828	-0.005	0.003	-0.01
Si	29.92	13.512	10.893	0.009	-0.014	-0.005
Si	32.616	-0.079	10.925	0	-0.005	0.002
Si	35.338	2.679	10.965	-0.005	0.016	-0.006
Si	32.612	5.378	10.939	-0.016	0.01	-0.007
Si	35.322	8.106	10.981	-0.011	0.015	0.012
Si	32.631	10.796	10.952	0.026	-0.02	0.004
Si	35.334	13.533	10.965	-0.005	0.005	-0.009
Si	38.078	-0.024	10.989	0.017	-0.005	-0.01
Si	40.803	2.713	10.968	0.012	-0.012	0.004
Si	38.057	5.414	10.98	-0.007	0.012	0.004
Si	40.766	8.16	10.963	-0.002	-0.001	-0.007
Si	38.051	10.854	10.981	-0.003	0.002	-0.017
Si	40.792	13.612	10.991	-0.001	-0.017	-0.009
Si	43.533	0.035	10.952	-0.003	-0.003	0
Si	46.234	2.757	10.936	-0.004	0.008	0.006
Si	43.513	5.458	10.953	0.018	0.003	0.001
Si	46.24	8.186	10.949	-0.003	-0.009	-0.003
Si	43.499	10.909	10.959	-0.015	-0.008	-0.01
Si	46.238	13.637	10.927	-0.012	0.022	-0.004
Si	48.955	0.051	10.923	-0.005	0.006	0.008
Si	51.687	2.789	10.923	0	-0.002	0
Si	48.978	5.484	10.915	0.014	-0.015	-0.008
Si	51.704	8.218	10.884	-0.007	-0.009	-0.004
Si	48.987	10.925	10.899	-0.001	-0.006	-0.011
Si	51.693	13.647	10.902	0.008	-0.012	0.006
Si	54.395	0.062	10.908	-0.004	0.004	0
Si	57.114	2.805	10.883	0.014	-0.005	-0.004
Si	54.41	5.523	10.881	-0.001	-0.008	-0.012
Si	57.115	8.242	10.896	-0.014	0.006	0.003
Si	54.399	10.943	10.885	-0.004	0.02	-0.001
Si	57.115	13.672	10.898	0.007	-0.005	0.002
Si	59.826	0.094	10.887	0	0.001	-0.003
Si	62.555	2.788	10.881	0.022	-0.021	0.006
Si	59.829	5.533	10.882	-0.017	0.01	-0.004
Si	62.526	8.214	10.888	-0.004	0.008	0.009
Si	59.809	10.952	10.895	0.005	-0.001	0
Si	62.541	13.675	10.88	0.012	0.003	-0.004
Si	1.353	15.019	12.218	-0.002	0.001	-0.007
Si	4.072	1.376	12.183	-0.014	-0.006	-0.004
Si	1.35	4.11	12.2	0.01	-0.002	-0.007
Si	4.09	6.818	12.209	0.003	0.002	-0.01
Si	1.335	9.562	12.228	-0.004	-0.014	0
Si	4.08	12.271	12.217	0.012	-0.004	-0.001
Si	6.791	14.958	12.19	-0.007	-0.003	0.002
Si	9.528	1.322	12.185	-0.005	0.001	0.001
Si	6.804	4.073	12.186	-0.015	-0.002	-0.009
Si	9.537	6.771	12.182	-0.005	0.002	-0.014
Si	6.817	9.519	12.204	0.002	-0.006	-0.006
Si	9.523	12.218	12.172	0.012	0.002	-0.009
Si	12.248	14.895	12.17	-0.001	0	0
Si	14.966	1.273	12.158	-0.012	-0.011	0.002
Si	12.253	4.016	12.178	-0.011	-0.013	0.001
Si	14.975	6.718	12.145	0.013	-0.004	-0.003
Si	12.242	9.468	12.164	0.007	0.007	0
Si	14.96	12.151	12.156	-0.012	0.007	-0.004
Si	17.68	14.861	12.144	-0.008	-0.003	-0.003
Si	20.43	1.251	12.133	0.009	0.009	0.001
Si	17.702	3.978	12.122	0.017	0.007	-0.008
Si	20.414	6.696	12.135	-0.006	-0.009	-0.007
Si	17.69	9.419	12.143	-0.001	0.007	-0.004
Si	20.41	12.121	12.136	-0.004	0.013	0.003
Si	23.141	14.854	12.144	0.006	0.015	0.007
Si	25.837	1.261	12.194	-0.011	0.003	0.008
Si	23.127	3.977	12.16	-0.01	0.003	0.001
Si	25.849	6.689	12.191	-0.014	-0.012	0.005
Si	23.128	9.401	12.138	-0.003	0.001	-0.002
Si	25.848	12.141	12.169	0.005	0.001	-0.002
Si	28.548	14.871	12.225	-0.008	0.002	-0.004
Si	31.259	1.287	12.269	0.011	0.006	0.001
Si	28.548	3.983	12.238	-0.012	-0.014	0
Si	31.259	6.734	12.293	0.016	0.021	0.017
Si	28.553	9.431	12.232	0.016	0.011	0
Si	31.265	12.167	12.278	0.007	0.008	0.003
Si	33.971	14.901	12.309	-0.01	-0.009	0.007
Si	36.703	1.338	12.336	0.006	-0.007	0.001
Si	33.972	4.034	12.319	0.014	0.003	0.009
Si	36.69	6.763	12.331	-0.007	0.005	-0.003
Si	33.972	9.461	12.33	-0.011	0.001	0.014
Si	36.689	12.202	12.343	-0.004	-0.002	0.006
Si	39.429	14.959	12.358	0.006	-0.009	0.017
Si	42.17	1.378	12.321	0.019	0.006	0.006
Si	39.43	4.068	12.323	0.002	0.007	-0.005
Si	42.143	6.815	12.311	-0.004	-0.002	-0.005
Si	39.411	9.507	12.339	0	-0.001	0.006
Si	42.153	12.262	12.341	0.018	0.019	0.012
Si	44.895	14.999	12.299	0.007	-0.009	0.001
Si	47.605	1.409	12.291	-0.012	-0.005	0
Si	44.882	4.112	12.304	-0.009	0.001	0.001
Si	47.621	6.836	12.291	0	0.001	0.002
Si	44.871	9.552	12.304	0.006	0.018	-0.001
Si	47.623	12.287	12.266	0.004	-0.005	-0.009
Si	50.337	15.018	12.265	-0.007	0.011	-0.004
Si	53.049	1.423	12.28	-0.008	0.001	0.002
Si	50.336	4.138	12.293	-0.009	0.003	0.009
Si	53.064	6.871	12.263	0.015	-0.003	0.007
Si	50.355	9.577	12.26	0.009	0.008	0.002
Si	53.062	12.304	12.265	-0.009	-0.023	-0.001
Si	55.766	15.03	12.277	-0.007	0.005	0.001
Si	58.468	1.443	12.261	0.005	-0.001	0.001
Si	55.763	4.158	12.258	-0.006	-0.001	0
Si	58.471	6.878	12.259	0.005	0.005	-0.002
Si	55.762	9.597	12.26	0.017	-0.008	-0.001
Si	58.463	12.312	12.273	-0.007	-0.01	0.012
Si	61.175	15.029	12.245	-0.002	0.004	-0.006
Si	63.906	1.421	12.241	0.013	-0.006	0.001
Si	61.184	4.15	12.237	0.007	-0.002	-0.009
Si	63.903	6.844	12.226	-0.006	0.009	0
Si	61.173	9.587	12.252	-0.004	-0.013	0.002
Si	63.893	12.305	12.242	-0.005	-0.004	0
Si	2.729	0.028	13.578	0.003	-0.003	0.002
Si	5.434	2.73	13.544	0.005	0.004	0.005
Si	2.712	5.474	13.554	0.006	0.018	-0.004
Si	5.466	8.167	13.564	-0.007	0	0.007
Si	2.712	10.921	13.572	-0.008	0.004	0
Si	5.455	13.606	13.582	0.004	0.001	0.012
Si	8.165	-0.026	13.544	-0.009	-0.004	0.001
Si	10.903	2.66	13.543	-0.003	0.008	0.012
Si	8.18	5.423	13.541	0.009	0.009	-0.002
Si	10.884	8.134	13.549	-0.005	-0.007	0.006
Si	8.18	10.873	13.564	-0.005	0	0.001
Si	10.893	13.545	13.54	-0.011	0.006	0.003
Si	13.607	-0.077	13.529	-0.004	-0.003	0.015
Si	16.338	2.631	13.496	0.006	0	-0.001
Si	13.613	5.38	13.52	-0.003	0.001	0.005
Si	16.332	8.061	13.504	0.004	0.01	0.003
Si	13.606	10.803	13.527	0.006	0.003	0.012
Si	16.307	13.517	13.507	0.007	-0.008	0.004
Si	19.059	-0.113	13.484	-0.006	-0.005	-0.003
Si	21.772	2.607	13.508	0.01	0.004	0.008
Si	19.052	5.328	13.482	0.001	-0.004	0.001
Si	21.768	8.045	13.498	-0.003	-0.003	0.01
Si	19.041	10.774	13.495	0.003	-0.006	-0.003
Si	21.776	13.474	13.484	-0.006	-0.013	-0.012
Si	24.48	-0.11	13.529	0.005	0.013	0.002
Si	27.191	2.608	13.568	0.002	-0.005	-0.007
Si	24.486	5.322	13.527	-0.004	-0.004	-0.001
Si	27.201	8.042	13.578	-0.004	-0.004	-0.004
Si	24.491	10.752	13.505	-0.004	0.008	-0.005
Si	27.197	13.49	13.561	0.01	0.003	0.003
Si	29.898	-0.093	13.604	0.006	0	-0.006
Si	32.603	2.653	13.655	-0.009	-0.005	-0.002
Si	29.894	5.347	13.622	-0.006	-0.011	-0.014
Si	32.615	8.096	13.669	0.024	0.018	0.001
Si	29.903	10.79	13.609	0	0.003	-0.008
Si	32.61	13.527	13.655	-0.002	-0.009	0.006
Si	35.321	-0.033	13.67	-0.002	-0.006	-0.004
Si	38.062	2.724	13.69	0.008	0.012	-0.006
Si	35.331	5.408	13.682	0.014	0.015	-0.004
Si	38.038	8.14	13.685	-0.019	-0.013	-0.008
Si	35.32	10.83	13.685	-0.014	-0.016	-0.004
Si	38.039	13.593	13.689	-0.013	0	-0.012
Si	40.797	0.033	13.681	0.014	0.005	-0.005
Si	43.516	2.76	13.663	-0.001	0.002	-0.004
Si	40.78	5.451	13.668	-0.001	-0.001	-0.006
Si	43.502	8.189	13.665	-0.008	-0.011	-0.005
Si	40.773	10.892	13.68	-0.008	0.006	-0.007
Si	43.521	13.66	13.661	0.015	0.012	-0.003
Si	46.251	0.051	13.653	-0.009	0	-0.001
Si	48.974	2.768	13.648	-0.015	-0.01	-0.004
Si	46.259	5.47	13.649	-0.007	-0.015	-0.008
Si	48.994	8.218	13.621	0.002	0.001	-0.002
Si	46.244	10.942	13.626	-0.006	-0.011	-0.006
Si	48.98	13.662	13.627	0	0.005	-0.001
Si	51.69	0.06	13.642	-0.001	-0.002	-0.001
Si	54.43	2.776	13.634	-0.003	-0.004	-0.005
Si	51.721	5.498	13.635	-0.006	0.001	0
Si	54.426	8.228	13.633	-0.005	0.02	-0.005
Si	51.719	10.94	13.626	0.008	0.019	0.005
Si	54.408	13.668	13.645	-0.003	-0.014	-0.001
Si	57.133	0.066	13.645	0.007	0.002	0
Si	59.832	2.795	13.623	0.002	-0.002	0.001
Si	57.124	5.513	13.632	0.012	0	0.002
Si	59.819	8.235	13.627	-0.012	0.008	0.006
Si	57.106	10.951	13.639	-0.025	-0.003	-0.001
Si	59.829	13.672	13.635	0.012	0.004	-0.002
Si	62.539	0.062	13.599	0.014	-0.004	-0.002
Si	65.283	2.758	13.588	-0.02	-0.002	0.004
Si	62.545	5.496	13.603	0.003	-0.004	0.002
Si	65.25	8.216	13.594	0.007	0.002	0.009
Si	62.527	10.955	13.616	-0.004	-0.012	0.004
Si	65.265	13.668	13.582	0.02	0.006	-0.003
Si	1.361	1.38	14.941	0.016	-0.005	0.006
Si	4.082	4.113	14.899	-0.027	0.012	-0.01
Si	1.359	6.846	14.916	-0.002	-0.009	-0.003
Si	4.105	9.554	14.898	0.015	-0.004	-0.002
Si	1.353	12.3	14.925	-0.017	-0.01	0.001
Si	4.087	14.971	14.935	0.002	-0.013	0.002
Si	6.798	1.346	14.88	0	0.015	-0.005
Si	9.547	4.043	14.877	0.002	-0.014	-0.008
Si	6.85	6.808	14.91	0.017	-0.019	-0.002
Si	9.538	9.509	14.932	-0.002	0.019	-0.01
Si	6.836	12.246	14.936	-0.003	-0.004	-0.002
Si	9.536	14.92	14.886	-0.022	-0.005	-0.001
Si	12.258	1.282	14.9	-0.004	-0.006	0.001
Si	14.971	3.997	14.855	-0.009	0.005	-0.001
Si	12.256	6.757	14.878	-0.009	0.013	-0.002
Si	14.97	9.422	14.86	0.006	-0.021	-0.005
Si	12.244	12.158	14.893	0.007	-0.009	-0.001
Si	14.944	14.861	14.888	-0.012	0.015	-0.001
Si	17.683	1.235	14.836	0.014	0.003	-0.005
Si	20.394	3.962	14.846	-0.017	0.015	-0.003
Si	17.683	6.671	14.839	0.01	-0.01	-0.014
Si	20.386	9.393	14.839	-0.015	0.024	0.004
Si	17.662	12.133	14.832	-0.014	0.024	-0.015
Si	20.412	14.826	14.834	0.023	-0.017	0.002
Si	23.128	1.256	14.877	-0.019	0.005	0.011
Si	25.83	3.966	14.905	-0.001	-0.011	0
Si	23.124	6.68	14.862	0.006	-0.008	0.007
Si	25.829	9.407	14.911	-0.009	0.008	0.006
Si	23.116	12.097	14.846	0.007	0	0.002
Si	25.838	14.859	14.896	-0.015	0.005	-0.007
Si	28.542	1.268	14.949	-0.018	0.007	0.008
Si	31.242	4.008	15.015	0.011	0.007	0.015
Si	28.537	6.691	14.986	0.014	0.006	0.016
Si	31.248	9.454	15.005	-0.001	0.009	-0.005
Si	28.544	12.145	14.954	0.01	-0.004	-0.001
Si	31.236	14.879	14.996	-0.004	0.002	0.006
Si	33.961	1.316	15.042	0.015	0.004	0.019
Si	36.702	4.086	15.054	-0.009	0.005	0.006
Si	33.984	6.767	15.046	-0.011	0.003	0.007
Si	36.665	9.479	15.05	0.003	0.003	0.004
Si	33.954	12.177	15.038	0.01	0.001	0.007
Si	36.671	14.948	15.049	-0.003	-0.002	0.015
Si	39.439	1.39	15.047	0.015	-0.006	0.005
Si	42.139	4.101	15.024	0.01	0.006	0
Si	39.407	6.791	15.031	-0.001	0.001	-0.008
Si	42.137	9.546	15.038	0	-0.005	0.011
Si	39.401	12.245	15.039	-0.002	0.009	0.01
Si	42.172	15.024	15.034	0.011	-0.014	0.01
Si	44.887	1.414	15.006	-0.012	0.008	0.003
Si	47.621	4.12	15.018	-0.009	0.002	0.003
Si	44.881	6.82	14.994	0.02	-0.01	-0.004
Si	47.62	9.588	14.96	-0.009	0.014	-0.003
Si	44.898	12.317	14.998	-0.003	0.009	-0.009
Si	47.63	15.027	15.002	0.006	-0.005	0.011
Si	50.333	1.414	15.014	-0.016	0.017	-0.004
Si	53.084	4.132	15.003	0.025	-0.024	0.002
Si	50.367	6.871	14.983	-0.001	0.002	0.002
Si	53.083	9.593	15.001	0.011	-0.004	-0.001
Si	50.374	12.324	14.971	0.005	-0.032	-0.009
Si	53.055	15.034	15.014	-0.019	0.02	-0.001
Si	55.784	1.421	15.022	-0.004	-0.007	-0.002
Si	58.48	4.151	15.003	-0.004	-0.004	0
Si	55.785	6.88	15.012	-0.008	-0.001	-0.003
Si	58.468	9.595	15.004	0.001	-0.009	0
Si	55.755	12.301	15.018	0.011	-0.002	0.002
Si	58.484	15.021	15.028	-0.01	-0.008	0.003
Si	61.182	1.409	14.976	0.003	0.003	-0.001
Si	63.911	4.112	14.939	0.018	0.001	-0.003
Si	61.181	6.86	14.97	0.004	0.002	-0.005
Si	63.89	9.589	14.964	0	0.014	0.002
Si	61.176	12.309	15.012	0.003	0.001	0.003
Si	63.893	15.015	14.953	-0.015	0	-0.001
Si	65.26	0.031	16.312	0.009	-0.005	-0.005
Si	2.736	2.754	16.263	0.007	-0.008	0
Si	65.286	5.472	16.266	-0.014	0.001	-0.008
Si	2.738	8.216	16.248	-0.019	-0.01	0.01
Si	65.256	10.981	16.297	0.007	0.003	-0.005
Si	2.718	13.626	16.307	0.009	0.014	0.008
Si	5.471	-0.002	16.275	-0.006	-0.005	0
Si	8.181	2.685	16.216	0.003	0.011	-0.004
Si	5.473	5.461	16.241	-0.007	0.012	0.007
Si	8.192	8.16	16.31	-0.018	0	0.008
Si	5.463	10.891	16.283	0.01	-0.006	0.004
Si	8.221	13.587	16.301	0.012	0.004	0
Si	10.894	-0.078	16.262	0	0.019	0.001
Si	13.635	2.642	16.235	-0.009	0.002	-0.007
Si	10.911	5.392	16.235	-0.012	-0.008	0.002
Si	13.609	8.103	16.249	0.004	-0.004	0.014
Si	10.907	10.841	16.317	-0.017	-0.007	0.009
Si	13.591	13.494	16.264	-0.006	0.003	-0.002
Si	16.325	-0.107	16.219	-0.002	-0.012	-0.002
Si	19.028	2.591	16.187	-0.001	0.003	-0.001
Si	16.314	5.35	16.221	0.024	0.015	-0.002
Si	19.038	8.016	16.188	-0.018	-0.012	0.001
Si	16.326	10.774	16.207	0.019	0.008	-0.005
Si	19.032	13.467	16.176	-0.003	-0.018	-0.004
Si	21.767	-0.134	16.189	0.011	0.004	-0.002
Si	24.493	2.598	16.259	-0.003	-0.011	0.003
Si	21.765	5.31	16.197	-0.008	-0.013	-0.006
Si	24.468	8.021	16.249	0.014	0.005	0
Si	21.75	10.728	16.195	0.003	0.007	0.002
Si	24.469	13.463	16.192	0.014	0.004	-0.008
Si	27.194	-0.114	16.283	0	-0.022	-0.002
Si	29.859	2.632	16.35	0.019	0.007	-0.006
Si	27.156	5.301	16.311	0.001	-0.004	0.001
Si	29.905	8.066	16.342	0.001	-0.003	-0.002
Si	27.187	10.764	16.285	0.004	-0.003	-0.001
Si	29.89	13.491	16.351	-0.017	-0.008	0.005
Si	32.573	-0.073	16.369	0.003	-0.006	-0.019
Si	35.322	2.727	16.384	-0.004	-0.01	-0.007
Si	32.607	5.398	16.361	0.004	0.003	-0.011
Si	35.329	8.121	16.451	-0.01	-0.002	0.014
Si	32.593	10.805	16.398	-0.013	-0.008	0.002
Si	35.297	13.559	16.389	-0.002	0.004	-0.014
Si	38.045	0.034	16.367	-0.007	-0.016	-0.013
Si	40.779	2.777	16.425	-0.008	0.005	0.004
Si	38.062	5.454	16.435	0.009	0.009	0.007
Si	40.747	8.168	16.378	-0.002	-0.001	-0.003
Si	38.016	10.866	16.373	0.009	0.008	-0.006
Si	40.772	13.66	16.34	0.003	0.001	-0.02
Si	43.506	0.116	16.393	0.001	-0.003	-0.002
Si	46.258	2.745	16.374	-0.011	-0.005	0.006
Si	43.521	5.448	16.357	-0.005	0.003	0.004
Si	46.259	8.208	16.297	-0.002	0.001	-0.003
Si	43.516	10.964	16.332	-0.002	0.001	-0.006
Si	46.238	13.708	16.359	-0.009	-0.013	0.001
Si	48.987	0.05	16.393	-0.005	0.009	0.008
Si	51.721	2.763	16.359	-0.017	-0.001	0.003
Si	49.014	5.498	16.329	0.005	0.002	-0.006
Si	51.73	8.231	16.349	0.007	-0.001	-0.002
Si	48.988	10.976	16.285	-0.002	0.01	-0.012
Si	51.701	13.68	16.386	0.002	-0.008	-0.003
Si	54.427	0.053	16.391	0.006	-0.002	0.008
Si	57.151	2.778	16.389	0.024	0.019	0
Si	54.453	5.49	16.368	-0.012	0.004	0
Si	57.129	8.25	16.398	0	0.005	-0.002
Si	54.41	10.95	16.41	-0.015	-0.021	0.004
Si	57.122	13.638	16.386	-0.013	-0.006	-0.004
Si	59.854	0.061	16.393	0.013	0.001	0
Si	62.55	2.762	16.32	0.024	0.005	-0.007
Si	59.835	5.515	16.368	-0.004	0	-0.01
Si	62.52	8.232	16.325	-0.014	-0.006	0.008
Si	59.801	10.955	16.387	-0.017	-0.003	0.005
Si	62.547	13.68	16.359	0.003	-0.004	0.004
O	3.45	3.071	33.093	0.096	-0.118	-0.654
O	1.016	3.561	1.698	0.103	0.619	0.173
O	1.318	9.67	2.369	-0.248	-0.063	-0.69
O	64.54	8.214	1.677	-0.248	0.421	-0.211
O	3.186	11.45	1.78	0.271	0.006	-0.187
O	5.041	13.237	1.311	0.148	-0.083	-0.391
O	6.837	14.941	2.216	0.094	-0.028	-0.417
O	8.088	14.598	31.968	-0.231	-0.003	-0.274
O	8.595	0.485	1.407	-0.233	0.319	-0.255
O	11.122	-0.041	32.75	0.16	-0.109	-0.783
O	6.708	3.386	1.812	0.044	0.417	0.331
O	8.046	3.524	33.279	-0.6	0.024	-0.438
O	7.219	9.598	1.968	-0.035	-0.079	0.209
O	11.943	13.822	1.759	0.243	-0.327	-0.197
O	11.276	2.815	1.181	0.142	-0.081	-0.099
O	19.829	0.553	1.476	-0.26	-0.329	-0.145
O	19.743	11.803	1.414	-0.183	0.053	-0.184
O	21.823	13.399	1.391	0.157	-0.149	-0.366
O	23.971	15.42	1.216	0.324	-0.607	-0.25
O	24.529	1.526	0.799	-0.375	0.206	0.248
O	22.517	9.255	1.71	-0.219	0.444	0.148
O	27.124	12.991	1.261	-0.028	-0.096	-0.116
O	30.081	12.871	33.358	0.121	-0.083	0.352
O	30.969	-1.055	32.904	-0.246	0.237	-0.319
O	31.015	11.9	1.713	0.098	0.477	0.261
O	35.813	5.745	1.671	-0.172	-0.046	-0.328
O	43.09	2.324	1.533	-0.096	0.216	-0.255
O	47.123	0.191	1.614	0.212	-0.459	-0.146
O	44.772	4.21	2.314	-0.038	0.084	-0.292
O	46.414	6.228	1.613	-0.313	0.064	-0.3
O	59.256	7.204	0.32	0.073	0.159	-0.073
O	56.253	10.169	1.433	0.072	0.052	-0.188
O	60.058	12.214	0.675	0.756	-0.337	0.368
O	62.323	0.213	1.304	-0.234	-0.335	-0.353
O	64.283	1.83	1.753	0.118	-0.261	-0.002
O	63.445	5.889	1.279	-0.141	-0.215	-0.005
O	65.042	5.98	32.663	0.123	-0.037	-0.544
O	62.609	10.888	1.452	0.084	-0.109	-0.097
O	64.29	12.9	1.405	-0.191	0.08	-0.225
O	9.211	13.076	22.889	0.484	0.184	0.145
O	56.271	8.803	23.229	0.035	-0.071	0.336
O	1.244	14.646	24.506	0.175	-0.342	0.212
O	65.31	13.225	26.469	0.514	0.063	0.289
O	2.858	0.19	23.558	-0.047	0.112	0.581
O	4.737	2.06	24.102	0.128	-0.268	0.318
O	4.506	7.196	24.201	-0.38	0.34	0.196
O	7.045	6.731	24.828	-0.107	0.096	0.109
O	5.211	7.183	28.758	-0.366	0.075	0.284
O	3.806	12.935	24.451	-0.175	0.138	0.164
O	6.678	14.308	29.388	0.44	-0.197	0.277
O	5.345	0.088	25.968	-0.269	0.238	-0.312
O	10.844	7.97	23.553	-0.2	-0.153	0.476
O	5.495	8.133	26.366	0.143	0.09	-0.034
O	6.322	9.14	24.136	-0.119	0.368	0.221
O	9.582	1.399	24.553	0.028	0.081	0.157
O	8.091	10.764	23.018	-0.011	0.139	0.008
O	9.919	11.203	24.707	0.25	-0.409	0.313
O	15.255	1.694	24.148	-0.084	0.16	0.368
O	5.996	14.013	26.222	-0.505	0.069	0.157
O	15.676	4.698	26.235	0.078	-0.162	0.062
O	18.553	15.045	23.743	0.578	-0.09	0.163
O	20.283	0.769	24.283	0.035	-0.196	0.407
O	23.997	5.479	26.293	-0.016	0.047	0.325
O	21.988	6.486	29.528	0.289	0.122	-0.355
O	18.152	9.278	24.303	0.21	-0.476	0.048
O	21.587	13.398	23.469	0.085	-0.071	0.513
O	24.886	0.031	28.993	0.131	-0.508	0.01
O	23.805	0.033	26.56	-0.102	0.46	-0.241
O	24.518	10.514	26.009	0.226	0.132	-0.095
O	25.164	0.845	24.433	-0.346	0.161	0.486
O	23.223	3.781	24.343	0.366	0.076	0.24
O	30.283	9.168	25.671	0.784	-0.054	-0.076
O	26.48	7.487	29.073	0.283	0.649	0.012
O	27.001	8.128	23.526	0.114	-0.163	0.16
O	25.5	12.42	24.198	-0.411	-0.189	0.106
O	25.338	1.599	31.071	-0.094	-0.282	0.094
O	25.612	14.788	25.462	0.18	0.29	0.478
O	29.679	-0.858	24.055	0.006	0.259	-0.201
O	31.666	-0.491	28.42	0.086	-0.373	-0.022
O	31.233	1.195	24.519	-0.028	0.155	0.628
O	28.717	4.421	24.263	-0.358	-0.106	0.47
O	31.063	5.75	24.345	0.183	-0.154	0.39
O	28.332	10.25	24.477	-0.198	0.416	0.032
O	35.812	14.136	26.786	0.547	0.17	0.198
O	34.857	13.83	31.541	0.669	-0.021	0.038
O	36.345	1.104	24.683	0.327	-0.2	0.169
O	33.681	3.822	24.614	-0.296	-0.093	0.332
O	35.654	4.783	26.057	-0.028	-0.111	-0.102
O	36.842	6.537	24.639	-0.311	-0.164	0.006
O	32.561	7.932	23.739	0.104	-0.194	0.501
O	33.911	9.931	24.874	0.188	0.053	0.141
O	36.595	12.901	24.581	0.349	-0.007	0.289
O	41.647	10.183	26.017	-0.025	-0.102	-0.181
O	45.38	7.579	28.534	0.167	-0.494	-0.059
O	41.275	0.422	24.415	-0.031	0.005	-0.037
O	37.502	2.519	26.565	-0.149	0.054	0.215
O	38.775	3.328	24.386	-0.042	-0.629	-0.262
O	42.263	4.277	25.265	-0.165	-0.021	0.151
O	42.417	6.874	24.584	0.268	0.164	0.466
O	43.138	8.331	29.788	-0.161	0.168	-0.179
O	39.818	10.507	24.262	-0.069	0.363	0.387
O	42.243	11.625	23.955	0.496	-0.138	-0.026
O	49.178	3.025	23.568	0.102	-0.116	0.479
O	44.599	3.871	24.189	0.418	0.082	0.347
O	48.143	7.795	23.956	0.062	0.056	-0.01
O	43.868	8.703	23.476	0.147	-0.025	0.581
O	45.894	10.773	23.485	0.14	-0.124	0.516
O	47.443	12.816	24.394	0.121	0.258	-0.146
O	46.813	11.979	26.765	-0.597	-0.099	0.429
O	48.372	14.128	26.475	-0.073	-0.094	0.22
O	50.018	14.739	24.555	0.001	-0.279	-0.164
O	51.354	14.65	31.193	0.125	-0.418	-0.29
O	53.627	1.867	24.524	-0.398	-0.32	0.533
O	50.992	5.003	24.183	-0.307	0.162	0.366
O	56.871	12.335	29.146	0.103	0.129	0.418
O	52.798	12.992	28.263	-0.111	-0.007	0.594
O	55.518	14.93	24.79	0	0.066	0.321
O	53.651	14.823	26.653	0.043	0.603	-0.378
O	58.156	11.044	27.323	-0.196	0.275	0.05
O	54.474	10.04	24.84	0.224	-0.188	0.477
O	56.168	14.023	27.193	0.302	0.112	-0.17
O	60.34	11.527	25.86	0.133	0.382	-0.523
O	59.847	13.689	23.696	-0.102	0.211	0.126
O	61.523	-0.852	24.61	-0.301	-0.245	0.523
O	59.473	0.022	30.551	-0.451	0.286	0.006
O	61.387	1.113	29.199	0.376	-0.094	0.216
O	63.239	1.149	24.516	-0.003	0.449	0.29
O	1.309	7.899	30.975	0.417	0.171	0.219
O	61.403	8.929	24.525	0.14	-0.429	0.09
O	62.631	10.889	23.449	-0.131	0.207	0.32
O	64.455	12.478	24.252	0.484	0.571	0.19
O	65.413	10.607	25.817	-0.346	0.006	0.523
O	64.012	15.062	25.152	-0.247	-0.119	-0.361
O	58.634	14	31.518	-0.344	-0.067	-0.27
O	12.639	0.513	30.161	-0.057	0.355	0.491
O	4.935	7.852	31.626	-0.187	0.159	-0.331
O	1.232	9.842	28.355	-0.094	-0.124	-0.025
O	7.873	-0.37	25.602	0.248	-0.444	-0.155
O	2.193	11.9	29.555	0.174	0.041	0.614
O	6.539	9.382	28.396	-0.047	0.376	0.132
O	5.134	11.447	26.032	0.232	-0.4	-0.109
O	11.779	13.032	28.403	0.351	-0.267	0.101
O	13.829	2.947	30.251	-0.159	-0.197	-0.212
O	7.644	0.373	29.038	-0.007	-0.184	0.182
O	4.636	4.725	28.147	-0.374	0.16	0.116
O	2.737	5.417	23.441	-0.052	-0.212	0.25
O	12.199	11.686	26.183	0.466	0.287	-0.174
O	17.704	11.592	25.423	-0.135	0.015	0.039
O	11.679	14.211	25.945	-0.185	-0.094	-0.295
O	8.55	10.55	29.554	0.368	0.161	0.154
O	17.479	7.006	27.46	0.299	0.15	0.177
O	17.769	4.353	27.742	0.19	-0.461	0.694
O	15.434	7.52	28.954	0.207	-0.275	0.118
O	13.852	4.629	32.207	-0.456	0.412	0.314
O	19.769	5.942	28.243	0.356	-0.533	0.135
O	16.204	4.952	33.348	0.325	-0.001	-0.36
O	10.807	6.845	31.108	-0.193	0.172	0.254
O	15.334	11.764	26.367	-0.211	0.291	0.083
O	22.707	3.962	29.296	-0.521	-0.143	0.232
O	59.74	2.711	30.777	-0.044	0.126	-0.122
O	27.537	12.875	32.645	-0.563	-0.287	-0.168
O	22.808	14.914	28.574	-0.1	0.218	0.122
O	21.389	8.393	31.943	0.48	-0.028	0.047
O	16.265	9.3	27.107	0.454	0.113	-0.166
O	19.527	9.958	26.379	-0.074	0.013	0.362
O	16.073	4.145	30.86	0.466	0.105	-0.086
O	28.891	4.7	31.864	0.167	0.329	-0.234
O	38.254	5.229	0.788	-0.215	0.167	-0.517
O	30.251	9.85	28.862	-0.041	-0.19	-0.024
O	19.631	14.584	32.168	0.573	0.163	0.231
O	23.785	7.969	25.481	-0.392	-0.164	0.121
O	29.14	10.71	32.316	0.453	0.034	-0.483
O	13.515	5.388	24.994	-0.441	0.394	-0.425
O	22.638	1.293	28.551	-0.46	-0.024	0.117
O	29.653	0.965	28.865	0.133	0.219	0.474
O	23.488	12.715	27.22	-0.176	-0.056	-0.242
O	31.131	3.372	30.851	-0.102	0.081	-0.107
O	33.81	13.125	29.087	0.228	-0.031	-0.505
O	52.425	-0.793	28.926	0.218	0.199	-0.359
O	29.875	4.623	26.514	0.496	-0.326	0.062
O	34.374	8.707	31.203	-0.087	-0.365	0.268
O	33.598	2.918	31.665	0.082	-0.587	0.097
O	32.202	13.387	23.475	0.217	0.1	-0.17
O	18.975	12.517	29.731	-0.362	-0.145	0.046
O	32.841	10.411	32.54	-0.7	0.278	-0.13
O	41.558	13.645	27.938	-0.328	0.475	0.23
O	38.262	8.39	23.552	-0.052	-0.057	0.462
O	39.693	0.341	26.578	-0.641	-0.146	0.164
O	34.867	2.368	26.485	-0.367	-0.383	0.074
O	1.474	0.381	29.093	-0.212	0.411	0.259
O	33.22	4.393	29.62	0.319	0.176	0.169
O	40.329	5.428	23.986	0.116	0.558	0.017
O	40.646	12.621	25.711	-0.463	-0.035	-0.03
O	28.602	3.296	28.422	-0.41	-0.09	-0.047
O	46.931	0.843	27.042	-0.248	-0.26	-0.139
O	15.725	3.031	28.512	-0.46	-0.223	0.034
O	42.584	2.705	29.533	0.257	-0.249	-0.515
O	45.904	5.136	32.746	0.276	-0.012	0.123
O	42.637	5.156	30.382	0.512	0.398	-0.078
O	55.444	14.473	29.656	-0.518	-0.512	0.144
O	26.824	6.298	31.334	0.475	0.401	-0.166
O	42.024	1.08	27.162	0.055	-0.418	-0.084
O	46.444	10.255	32.774	-0.076	-0.579	0.318
O	20.409	5.871	32.342	-0.314	-0.11	0.244
O	17.501	-0.615	31.023	-0.066	-0.302	-0.287
O	39.935	3.171	0.459	0.447	0.133	-0.057
O	11.655	4.392	30.712	0.178	-0.25	-0.462
O	49.274	8.036	26.215	-0.055	0.261	0.155
O	66.05	4.601	27.624	0.347	0.087	-0.145
O	15.586	6.638	31.483	0.371	0.175	0.392
O	53.178	4.499	27.334	-0.319	0.111	-0.263
O	46.39	5.729	23.535	0.061	-0.052	0.447
O	50.314	7.401	28.49	0.525	-0.153	0.092
O	51.472	6.797	26.12	0.312	0.262	-0.066
O	46.2	9.469	30.227	0.27	0.178	-0.008
O	49.082	11.027	27.591	0.417	0.337	-0.386
O	49.407	9.648	29.804	-0.005	0.119	0.438
O	46.389	2.212	29.167	-0.004	0.039	0.23
O	14.289	13.307	33.15	0.36	0.202	-0.358
O	57.933	2.254	27.262	0.117	-0.712	-0.089
O	46.373	-0.466	29.271	0.06	-0.418	-0.483
O	55.025	2.853	31.44	-0.305	0.261	0.105
O	22.121	0.71	0.078	-0.206	-0.33	-0.33
O	61.162	11.934	28.291	-0.547	-0.013	0.055
O	57.272	0.276	23.757	0.059	0.01	0.322
O	56.061	3.04	28.914	0.359	0.133	0.196
O	60.288	1.28	26.825	-0.18	-0.579	-0.508
O	61.566	8.484	0.06	0.056	0.195	0.394
O	61.532	1.145	31.823	-0.251	-0.341	0.244
O	57.493	7.229	26.268	-0.221	0.103	0.583
O	8.972	1.522	27.108	0.271	0.138	-0.014
O	12.631	9.621	24.594	0.24	0.033	0.073
O	58.529	10.353	29.918	0.576	0.177	-0.01
O	45.304	11.837	30.979	0.141	0.244	-0.31
O	19.624	7.415	30.385	-0.672	0.23	-0.24
O	47.535	14.015	30.627	0.023	-0.235	-0.261
O	4.253	5.626	32.98	0.601	0.304	0.186
O	63.799	5.36	25.882	0.545	-0.316	0.117
O	58.005	14.705	29.054	0.274	0.537	-0.269
O	48.943	6.099	33.189	-0.47	0.525	-0.207
O	32.049	15.142	25.343	-0.013	0.211	0.263
O	6.843	7.633	0.268	-0.052	0.096	-0.517
O	12.24	2.425	32.3	0.356	-0.005	-0.262
O	63.032	11.74	26.384	0.056	-0.06	-0.092
O	61.531	9.664	27.113	-0.066	-0.33	0.663
O	52.599	7.067	0.141	-0.061	-0.229	-0.189
O	63.294	3.134	31.801	0.317	0.068	0.048
O	7.911	0.848	32.755	0.255	0.152	-0.386
O	46.804	0.003	31.769	-0.323	-0.242	0.003
O	64.34	6.433	28.247	0.082	0.643	0.388
O	3.014	0.435	26.965	0.127	-0.013	-0.264
O	27.043	9.274	32.11	0.086	-0.166	0.061
O	12.847	8.51	33.325	-0.008	-0.291	-0.289
O	12.504	14.293	30.582	0.031	-0.328	0.468
O	3.205	2.396	0.644	0.171	0.197	-0.271
O	27.102	1.313	29.131	0.217	-0.545	-0.075
O	33.31	10.959	27.366	-0.248	0.096	-0.131
O	9.631	4.735	28.017	0.367	0.018	0.219
O	7.156	2.136	25.267	-0.111	0.209	-0.009
O	4.832	2.224	27.469	0.388	0.03	0.512
O	43.54	16.115	0.882	0.261	-0.104	-0.53
O	8.818	4.975	25.53	-0.243	-0.656	0.05
O	32.34	0.402	0.15	0.354	0.357	0.253
O	0.679	6.426	0.452	-0.039	0.086	-0.25
O	50.987	9.283	0.21	0.335	0.191	-0.297
O	2.083	-1.242	31.124	0.429	-0.325	0.061
O	42.388	7.221	0.268	0.057	-0.444	-0.424
O	49.753	14.977	0.096	0.006	-0.483	-0.32
O	35.406	4.666	32.585	0.275	-0.233	-0.347
O	28.354	8.178	27.372	0.076	0.55	0.384
O	24.554	5.834	29.88	0.047	-0.063	-0.404
O	12.381	0.436	25.647	-0.416	0.273	0.03
O	15.253	9.227	30.9	0.069	-0.14	0.244
O	49.431	4.906	30.886	-0.44	-0.203	0
O	30.004	2.776	33.184	-0.138	0.152	-0.047
O	56.104	15.305	0.289	-0.262	-0.31	-0.549
O	19.715	0.819	31.337	0.039	0.172	-0.591
O	16.022	1.537	30.826	0.383	0.214	-0.249
O	3.841	9.31	27.977	0.117	0.575	0.163
O	17.752	1.151	24.098	-0.202	0.018	-0.443
O	3.024	6.092	30.722	-0.096	-0.545	-0.087
O	26.298	3.904	31.895	-0.345	0.092	-0.312
O	59.25	9.738	0.25	-0.071	-0.025	-0.235
O	29.969	5.463	28.986	0.263	0.007	0.428
O	36.082	8.372	29.259	0.554	0.156	-0.314
O	66.19	2.043	27.156	-0.326	-0.009	0.018
O	2.468	14.349	28.645	0.258	0.097	-0.596
O	16.444	-0.739	27.594	0.22	0.067	0.223
O	62.591	0.148	26.883	0.071	-0.459	0.374
O	21.462	5.163	25.649	-0.212	-0.077	0.337
O	36.884	0.243	0.48	-0.167	-0.269	-0.328
O	32.452	13.197	32.276	-0.063	-0.242	-0.159
O	54.182	5.319	29.572	0.516	-0.055	0.077
O	36.237	6.782	31.333	0.302	-0.175	-0.462
O	47.135	4.378	27.786	-0.412	0.374	-0.381
O	52.616	11.113	26.426	-0.406	-0.232	0.058
O	11.96	1.633	27.891	-0.392	0.357	0.08
O	39.182	13.292	32.196	-0.714	0.169	-0.17
O	49.452	12.361	29.84	-0.064	0.243	-0.165
O	18.597	-0.331	26.12	0.072	0.107	0.241
O	2.205	7.376	28.538	0.26	-0.49	-0.243
O	27.656	14.273	30.507	-0.277	0.107	-0.363
O	30.225	13.774	30.869	0.321	0.252	0.001
O	32.809	1.714	29.454	-0.182	0.089	-0.178
O	11.542	7.83	28.795	0.26	0.051	-0.018
O	10.23	4.984	32.844	0.467	-0.101	0.098
O	13.717	9.801	27.029	0.051	-0.25	0.449
O	36.997	11.93	0.131	0.276	-0.108	0.081
O	38.252	4.991	26.34	0.426	0.394	0.579
O	64.946	11.992	28.981	-0.158	0.016	-0.478
O	22.778	5.051	31.632	0.445	-0.003	0.246
O	8.897	3.584	0.366	0.021	0.091	0.075
O	11.118	9.339	26.756	-0.301	0.045	-0.127
O	1.85	8.589	26.234	0.186	-0.7	-0.141
O	44.478	0.781	28.096	-0.135	-0.34	0.526
O	2.098	0.704	32.839	-0.211	0.274	-0.533
O	60.121	7.547	26.256	-0.088	-0.423	0.64
O	14.777	-0.692	31.288	-0.281	-0.176	0.407
O	18.989	7.889	33.028	-0.146	0.195	-0.207
O	14.283	12.503	0.191	0.039	-0.24	-0.434
O	22.141	10.814	32.543	0.253	0.291	-0.104
O	60.47	13.996	29.737	0.229	0.28	0.05
O	41.131	11.406	32.406	0.042	-0.369	-0.09
O	45.406	14.196	0.436	0.042	-0.001	-0.21
O	51.64	4.589	29.481	-0.048	0.48	0.204
O	9.049	8.333	28.24	-0.131	-0.489	0.242
O	31.402	12.153	28.539	-0.15	0.347	0
O	6.435	11.885	30.455	-0.182	-0.184	0.328
O	63.729	10.944	32.771	-0.193	-0.347	-0.059
O	48.284	11.868	32.035	0.259	-0.173	-0.36
O	58.485	0.356	0.27	0.772	-0.127	-0.352
O	54.547	7.908	29.214	-0.123	0.029	-0.283
O	27.05	1.809	33.132	0.546	0.227	0.185
O	5.48	5.437	30.624	0.539	-0.463	0.282
O	51.791	0.141	23.653	0.045	-0.138	0.43
O	40.429	3.777	30.535	-0.783	0.118	0.306
O	51.236	2.243	33.02	0.28	-0.196	-0.132
O	39.226	15.093	24.525	-0.147	0.146	0.504
O	22.887	3.212	26.832	-0.35	-0.525	-0.307
O	27.828	-0.79	32.905	0.65	-0.123	-0.201
O	46.688	4.439	30.391	0.367	0.549	-0.06
O	65.877	-0.528	26.79	-0.422	-0.197	0.337
O	55.282	0.784	29.776	-0.045	-0.239	-0.623
O	54.582	9.741	31.004	-0.328	0.013	-0.013
O	30.639	11.511	24.453	-0.141	0.153	0.249
O	25.523	14.599	32.171	-0.455	-0.188	-0.378
O	39.326	8.444	32.196	-0.097	0.07	-0.113
O	53.887	10.53	28.618	0.325	-0.068	0.01
O	7.613	12.216	25.378	-0.172	0.016	-0.358
O	48.064	10.096	25.365	-0.284	0.233	-0.329
O	53.552	12.267	0.021	-0.151	0.156	-0.373
O	62.798	7.633	26.403	0.423	0.241	-0.284
O	55.414	8.283	33.17	-0.583	-0.332	-0.206
O	27.753	13.687	24.582	0.173	-0.435	0.259
O	58.235	7.955	31.175	0.431	-0.111	-0.403
O	20.838	3.257	32.013	0.178	0.045	-0.39
O	26.01	7.23	26.54	-0.094	0.126	-0.075
O	13.353	7.369	30.537	-0.214	-0.606	0.186
O	56.261	-0.628	31.825	0.516	-0.231	0.055
O	23.337	-1.093	24.245	-0.269	-0.004	0.297
O	48.69	2.809	26.403	0.346	0.032	-0.445
O	11.105	16.141	0.935	-0.14	0.231	0.404
O	30.524	2.588	0.765	0.151	0.255	0.052
O	40.234	1.627	28.962	-0.255	-0.068	0.285
O	28.981	6.837	25.294	-0.291	0.152	-0.038
O	29.454	11.346	26.8	-0.018	0.417	0.025
O	44.993	14.43	31.106	-0.276	0.295	0.136
O	57.532	2.898	31.968	-0.064	-0.426	-0.315
O	21.054	13.122	28.327	-0.079	-0.206	-0.231
O	65.37	-0.993	32.874	-0.12	-0.403	-0.117
O	54.63	12.589	25.587	0.196	-0.01	-0.112
O	9.712	11.795	0.016	-0.321	0.437	-0.393
O	24.454	2.576	33.298	-0.187	-0.265	-0.189
O	58.498	5.223	31.236	0.409	0.015	-0.294
O	27.697	5.609	27.669	-0.595	-0.183	-0.039
O	15.353	11.872	31.209	0.174	0.535	-0.118
O	40.59	12.639	30.109	-0.564	0.454	-0.162
O	20.649	7.673	25.619	0.096	0.096	-0.419
O	26.098	12.508	26.655	0.303	0.026	0.27
O	18.587	13.883	27.608	0.014	-0.45	-0.293
O	24.973	10.78	31.16	0.17	0.489	0.143
O	19.693	-1.242	29.637	0.165	0.346	-0.214
O	28.902	12.202	29.226	-0.589	-0.36	0.218
O	57.002	4.729	27.271	0.253	0.111	0.445
O	58.098	11.96	24.718	-0.273	0.055	0.089
O	34.329	6.592	28.401	-0.094	0.177	0.008
O	5.007	10.29	32.765	-0.349	0.286	-0.43
O	10.407	6.829	26.599	0.196	0.277	-0.195
O	46.908	9.526	27.704	-0.098	-0.064	-0.401
O	62.382	2.761	27.428	0.761	-0.043	-0.477
O	46.771	2.553	0.47	-0.451	0.183	0.261
O	48.795	5.524	0.962	-0.246	0.047	-0.178
O	16.811	13.958	25.698	0.018	0.255	-0.536
O	33.979	13.194	25.319	-0.562	-0.141	0.244
O	55.098	6.001	26.052	-0.073	0.587	-0.172
O	15.322	10.93	28.855	-0.183	0.324	0.107
O	11.298	4.442	26.063	-0.116	-0.248	0.278
O	24.784	9.295	33.366	-0.51	0.315	-0.004
O	28.768	2.31	30.887	-0.527	-0.11	0.305
O	29.309	14.681	28.524	-0.462	-0.223	-0.18
O	27.012	2.572	23.497	0.099	0.189	0.286
O	16.298	0.106	33.226	-0.09	0.105	0.135
O	43.187	12.911	29.872	-0.031	0.182	-0.393
O	49.01	1.557	31.558	-0.192	-0.193	-0.236
O	44.43	3.473	31.303	-0.225	-0.126	0.572
O	41.875	11.022	28.489	0.136	-0.151	0.06
O	17.757	3.719	0.003	-0.322	0.115	-0.31
O	5.043	0.568	0.245	0.225	-0.299	0.142
O	16.091	10.784	0.963	-0.059	-0.102	-0.339
O	62.939	13.664	29.098	-0.008	0.424	-0.52
O	5.064	-0.069	28.642	-0.164	-0.005	0.118
O	19.599	14.217	0.251	0.114	0.174	0.214
O	49.387	0.249	26.348	0.516	0.125	0.5
O	8.615	11.94	31.802	0.017	-0.201	0.395
O	61.946	11.94	30.818	-0.529	-0.535	-0.116
O	20.131	10.395	30.816	-0.036	-0.019	-0.478
O	24.847	8.579	0.816	-0.117	-0.146	-0.395
O	49.851	7.473	31.11	0.003	0.497	0.316
O	13.134	11.032	32.353	-0.143	0.007	0.01
O	61.949	5.476	27.65	-0.319	0.167	0.198
O	42.75	-0.244	33.113	0.289	-0.116	-0.36
O	41.044	8.465	27.887	-0.611	0.129	0.157
O	36.898	9.314	31.555	-0.293	0.366	0.214
O	64.062	8.13	31.485	-0.495	0.279	-0.242
O	40.05	2.957	26.704	0.294	0.25	0.107
O	44.637	4.185	28.79	-0.349	0.446	-0.404
O	65.734	9.328	33.123	0.478	-0.068	0.415
O	41.341	1.314	31.331	0.01	-0.258	-0.158
O	29.979	8.06	0.827	-0.066	-0.178	-0.355
O	24.939	8.141	31.039	-0.611	-0.043	0.079
O	65.617	10.281	30.747	-0.086	0.338	0.163
O	25.314	6.221	24.212	-0.263	-0.749	-0.19
O	8.49	10.315	26.837	0.113	-0.123	-0.338
O	14.414	0.929	27.247	0.594	0.515	0.017
O	1.238	15.971	0.197	-0.066	0.047	-0.374
O	43.11	13.712	25.869	0.124	-0.604	-0.226
O	35.095	2.231	1.115	0.225	0.227	-0.254
O	31.792	6.291	0.053	-0.32	0.008	-0.222
O	33.311	4.164	0.6	-0.201	-0.245	-0.03
O	49.43	3.423	28.77	-0.147	-0.359	0.112
O	43.95	2.427	26.124	0.462	0.385	0.132
O	32.892	10.352	0.739	-0.028	-0.255	-0.31
O	34.742	8.508	0.494	0.28	-0.107	0.16
O	59.376	10.075	32.374	-0.105	0.425	-0.329
O	44.454	9.059	0.351	0.63	0.17	-0.281
O	55.615	2.622	26.237	0.093	-0.464	0.148
O	53.538	7.023	31.451	-0.088	0.42	-0.136
O	40.799	6.153	26.489	-0.613	0.008	0.007
O	14.206	14.91	26.149	0.365	-0.393	-0.132
O	49.865	-0.573	33.126	0.333	0.209	-0.009
O	57.299	6.506	33.214	0.199	-0.503	0.403
O	33.279	10.783	29.966	0.039	0.035	-0.03
O	7.133	9.59	31.526	0.212	-0.149	-0.288
O	34.086	-0.17	27.803	-0.205	0.196	-0.429
O	22.077	9.754	26.233	-0.171	0.551	0.248
O	61.911	3.916	29.707	-0.489	-0.161	0.253
O	60.017	3.738	27.757	-0.418	0.515	0.258
O	36.481	0.293	27.208	0.312	-0.088	0.343
O	53.52	2.785	29.32	-0.538	-0.36	0.034
O	9.793	12.63	26.847	-0.15	0.307	0.439
O	24.809	10.924	28.562	0.64	-0.292	-0.049
O	43.537	9.192	27.463	0.315	0.316	-0.217
O	20.745	8.395	28.159	-0.022	0.416	0.428
O	50.989	14.527	26.987	-0.119	-0.326	-0.06
O	48.893	10.911	0.935	-0.223	0.111	-0.187
O	2.711	10.681	25.023	0.073	-0.212	-0.2
O	7.172	5.393	28.646	0.162	0.394	-0.592
O	40.209	-0.595	32.657	-0.126	0.225	-0.565
O	51.372	10.89	28.774	0.215	-0.192	0.347
O	37.871	5.542	33.086	0.474	0.068	-0.733
O	56.303	9.784	28.85	0.044	-0.32	-0.187
O	18.917	5.667	25.781	-0.47	-0.18	-0.421
O	51.639	13.609	1.053	0.185	0.166	-0.472
O	56.543	1.995	0.536	-0.315	0.537	-0.191
O	63.725	0.938	33.245	0.42	0.18	-0.235
O	6.812	12.202	27.885	0.312	-0.212	0.104
O	9.921	13.64	30.262	-0.126	0.125	-0.104
O	49.395	5.399	26.952	0.194	-0.113	-0.016
O	17.179	3.675	24.004	0.062	0.038	0.437
O	44.348	7.027	31.617	0.257	-0.098	-0.612
O	31.786	8.817	30.825	0.068	-0.576	-0.01
O	47.613	1.229	24.594	-0.554	-0.124	0.18
O	58.623	9.474	25.321	-0.328	0.015	-0.292
O	4.534	12.835	28.993	-0.024	0.092	0.082
O	56.121	6.456	30.841	0.04	-0.086	-0.144
O	23.24	12.551	29.817	-0.108	0.431	0.647
O	5.356	4.044	25.687	-0.035	0.416	-0.173
O	29.2	8.493	30.823	-0.444	-0.355	-0.265
O	11.662	9.296	31.063	-0.116	0.299	-0.32
O	43.362	12.782	32.523	-0.084	0.419	0.348
O	30.836	7.181	27.107	0.471	-0.091	-0.284
O	13.3	2.902	25.933	0.33	-0.107	0.086
O	14.178	-1.176	28.788	-0.103	-0.258	0
O	58.428	14.124	0.196	-0.475	-0.544	-0.271
O	62.196	12.975	33.179	0.061	0.569	-0.022
O	17.491	10.5	30.418	0.262	-0.337	0.05
O	2.856	3.681	26.428	-0.026	0.135	-0.199
O	15.018	7.155	26.382	-0.438	0.179	-0.133
O	19.913	11.345	24.117	-0.026	-0.189	0.035
O	40.588	6.115	29.114	-0.341	0.159	-0.041
O	51.505	0.883	30.777	0.069	0.165	-0.062
O	33.463	-0.772	30.24	-0.385	0.115	0.6
O	43.927	-0.162	25.737	-0.203	0.227	-0.103
O	28.047	9.818	0.013	-0.416	-0.048	-0.192
O	18.65	12.048	32.245	-0.544	-0.222	0.338
O	41.989	8.294	32.132	0.132	0.511	-0.02
O	16.77	2.364	26.226	-0.062	-0.4	0.205
O	44.111	9.667	31.816	-0.387	0.379	0.652
O	22.689	10.014	30.147	0.03	-0.407	-0.425
O	65.306	14.601	29.554	-0.319	0.399	0.01
O	2.549	13.755	0.621	-0.097	-0.251	-0.641
O	56.886	10.123	31.994	0.204	0.275	0.282
O	53.687	-0.604	31.232	-0.164	0.123	0.598
O	42.933	6.641	27.864	0.165	-0.666	-0.465
O	45.757	14.227	25.945	0.049	-0.001	0.225
O	38.953	10.86	31.116	-0.241	0.013	-0.487
O	46.693	2.625	32.33	-0.067	0.036	0.352
O	21.391	1.067	33.305	0.156	0.161	-0.036
O	40.559	6.139	31.768	-0.471	-0.469	0.107
O	64.569	4.264	29.783	0.311	-0.621	-0.219
O	36.668	6.914	27.21	0.368	0.157	0.374
O	8.009	2.968	29.122	-0.641	-0.047	0.335
O	51.426	5.679	32.322	0.073	-0.606	-0.126
O	62.916	5.735	31.189	-0.566	0.18	-0.3
O	29.951	-0.078	26.488	-0.42	0.117	-0.063
O	2.886	12.411	26.975	-0.513	0.141	-0.058
O	34.864	8.843	27.011	0.057	-0.122	-0.202
O	35.788	14.843	29.251	0.628	-0.153	0.22
O	6.131	-0.166	31.12	-0.49	0.439	0.269
O	47.856	7.626	29.324	-0.27	-0.571	0.02
O	24.851	2.627	28.645	0.299	0.263	-0.37
O	35.582	11.398	26.361	0.315	-0.302	0.27
O	10.043	1.394	29.567	0.074	0.065	0.571
O	64.212	13.051	31.328	0.227	0.103	0.281
O	11.033	-0.837	28.697	-0.456	0	-0.282
O	5.295	9.782	0.251	0.098	-0.016	0.182
O	10.351	13.676	32.828	0.389	-0.398	-0.055
O	9.046	4.969	30.515	-0.158	0.156	0.435
O	33.277	4.531	27.079	-0.446	-0.007	-0.239

Results
total energy: -390388.361 eV
total energy less fixed offsets of O -438.35, Si -107.03 eV per atom: 5.489 eV
